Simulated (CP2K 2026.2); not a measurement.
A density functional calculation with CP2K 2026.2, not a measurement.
Periodic cell of 2016 atoms, Si1440O576, from a study of silicon, its oxide and their interface. The atomic structure is a simulated model.
Doubt: the forces sum to 3.50 eV/angstrom along one axis rather than to zero, so they err by at least 0.0017 eV/angstrom per atom on average; the grid cutoff is modest.

Settings: functional PBE; method Gaussian and plane waves; basis set DZVP-MOLOPT-SR-GTH; pseudopotentials GTH-PBE; grid cutoff 350 Ry, relative cutoff 50 Ry; k points Gamma only; occupations fixed; spin none; net charge 0.

Cell vectors (angstrom)
a	65.28	0	0
b	0	16.32	0
c	-3.2855	2.5419	33.3216

Atoms and the computed forces on them: element, x, y, z (angstrom), force x, y, z (eV/angstrom)
Si	1.195	15.292	0.069	0.052	-0.29	0.691
Si	4.341	1.107	0.022	-0.066	0.092	0.708
Si	-2.313	6.893	33.212	0.344	-0.135	0.682
Si	0.427	9.796	33.048	0.267	-0.348	0.691
Si	-1.792	12.09	33.251	-0.318	0.15	0.657
Si	4.234	12.063	0.033	-0.069	0.146	0.708
Si	3.203	17.671	33.141	0.299	-0.084	0.659
Si	6.111	4.127	33.255	0.144	-0.214	0.741
Si	3.794	6.275	33.28	-0.05	0.208	0.704
Si	6.571	9.278	33.315	-0.42	0.22	0.529
Si	3.16	12.38	33.245	0.198	-0.079	0.678
Si	58.735	11.941	0.046	-0.152	0.086	0.66
Si	61.417	14.65	0.135	0.013	0.145	0.742
Si	64.242	1.168	0.101	-0.212	0.038	0.716
Si	61.042	4.371	0.115	0.195	-0.319	0.601
Si	60.743	9.189	33.205	-0.208	0.307	0.644
Si	60.825	9.612	0.129	0.287	-0.049	0.623
Si	60.329	15	33.318	0.197	-0.149	0.765
Si	2.758	16.378	1.399	0.01	0.006	-0.027
Si	5.513	2.662	1.318	0.016	-0.008	-0.035
Si	2.717	5.491	1.023	-0.018	0.005	-0.053
Si	5.338	8.217	1.183	-0.01	-0.013	-0.068
Si	2.705	10.923	1.362	0.007	-0.01	-0.038
Si	5.431	13.634	1.286	0.002	0.001	-0.042
Si	8.182	16.253	1.11	-0.018	0.003	-0.039
Si	59.888	2.69	1.276	-0.016	0.004	-0.022
Si	8.144	5.515	1.098	0.001	-0.02	-0.055
Si	59.784	8.177	1.614	0.009	0.014	-0.019
Si	8.173	10.887	1.179	0.012	0.008	-0.047
Si	59.836	13.51	1.407	-0.001	-0.001	-0.061
Si	62.605	16.298	1.322	0.005	-0.009	-0.074
Si	0.029	2.785	1.372	-0.002	0.011	-0.043
Si	62.579	5.538	1.383	0.033	0.022	-0.039
Si	-0.073	8.263	1.154	0.011	-0.01	-0.046
Si	62.493	10.84	1.282	-0.017	0.016	-0.064
Si	-0.008	13.619	1.241	-0.019	0	-0.046
Si	1.419	1.453	2.716	-0.024	-0.022	0.022
Si	4.081	4.137	2.486	-0.047	0.009	-0.003
Si	1.347	6.839	2.487	0.015	0.006	0.042
Si	4.055	9.525	2.666	0.014	-0.002	0.036
Si	1.335	12.293	2.648	-0.016	0.035	0.012
Si	4.084	14.952	2.694	0.013	-0.013	0.023
Si	6.883	1.282	2.622	0.042	-0.014	0.025
Si	9.563	4.157	2.527	-0.012	-0.013	0.036
Si	6.759	6.834	2.492	0.024	0.009	0.002
Si	9.441	9.55	2.689	-0.022	0.033	0.022
Si	6.861	12.279	2.587	-0.003	-0.019	0.021
Si	58.449	14.945	2.644	-0.002	0.01	0
Si	61.215	1.333	2.647	0.009	0.014	0.013
Si	63.9	4.105	2.701	-0.009	0.007	0.022
Si	61.251	6.838	2.814	0.008	-0.01	0.03
Si	63.899	9.536	2.627	0	0.007	0.015
Si	61.183	12.164	2.749	0.025	-0.006	0.05
Si	63.953	14.951	2.692	0.001	-0.027	0.04
Si	0.034	16.351	4.017	-0.018	0	-0.011
Si	2.788	2.822	3.991	0.022	0.013	0.024
Si	0.035	5.493	3.962	0.016	0.023	-0.013
Si	2.685	8.144	3.963	-0.015	-0.019	-0.007
Si	-0.014	10.9	3.987	0.008	-0.016	-0.007
Si	2.71	13.61	4.03	0.01	0.01	0.003
Si	5.485	16.313	4.008	0.004	0.017	0.001
Si	8.229	2.74	3.914	-0.015	0.014	-0.023
Si	5.439	5.465	3.889	-0.005	-0.002	0.018
Si	8.099	8.144	3.965	-0.007	0.005	0.018
Si	5.475	10.904	3.953	-0.003	0	-0.007
Si	8.198	13.622	3.977	-0.002	-0.01	0
Si	59.829	16.309	3.999	-0.003	-0.006	0.009
Si	62.542	2.717	4.027	-0.004	0.01	-0.002
Si	59.853	5.43	4.072	-0.015	-0.009	0.001
Si	62.608	8.216	4.092	-0.004	-0.01	0.02
Si	59.787	10.863	4.103	0.009	-0.015	-0.003
Si	62.57	13.582	4.041	0.013	0	-0.028
Si	1.358	14.998	16.249	0.025	0.009	-0.008
Si	4.082	1.415	16.298	-0.003	-0.009	-0.004
Si	1.387	4.083	16.26	0.001	-0.008	-0.001
Si	4.056	6.817	16.228	0.005	0	-0.004
Si	1.37	9.552	16.249	-0.03	0.012	-0.013
Si	4.079	12.275	16.199	0.011	0.009	-0.011
Si	6.813	14.979	16.272	0.011	-0.01	-0.01
Si	58.526	1.385	16.228	0.012	-0.003	-0.017
Si	6.747	4.09	16.272	-0.007	-0.005	0.004
Si	58.55	6.813	16.331	-0.01	0.011	-0.006
Si	6.805	9.566	16.234	-0.011	0.025	0.004
Si	58.541	12.269	16.267	0.001	0.003	-0.012
Si	61.24	14.958	16.251	-0.016	0	-0.009
Si	-1.307	1.385	16.297	0.005	-0.011	0.003
Si	61.255	4.105	16.287	0.005	-0.003	-0.001
Si	-1.333	6.82	16.238	0.007	-0.013	-0.005
Si	61.259	9.516	16.265	-0.003	-0.006	-0.002
Si	-1.339	12.264	16.246	-0.005	-0.015	-0.01
Si	2.664	16.398	17.617	-0.035	-0.017	-0.028
Si	5.412	2.769	17.723	-0.014	-0.001	0.021
Si	2.723	5.452	17.619	-0.007	0.001	0.006
Si	5.392	8.224	17.542	-0.003	-0.011	-0.003
Si	2.724	10.95	17.579	-0.014	-0.003	-0.01
Si	5.446	13.583	17.578	0.003	-0.002	0.006
Si	8.151	16.349	17.659	0.001	-0.01	-0.009
Si	59.885	2.711	17.597	-0.013	-0.001	0.011
Si	8.1	5.45	17.617	0.025	-0.002	0.011
Si	59.933	8.176	17.675	0.002	0.017	0.004
Si	8.139	10.923	17.639	0.002	0.004	0.033
Si	59.861	13.648	17.644	0.016	0.003	0.019
Si	62.635	16.271	17.603	-0.004	0	-0.008
Si	0.057	2.751	17.681	-0.013	0.004	0.03
Si	62.634	5.466	17.641	0.011	-0.004	-0.003
Si	-0.026	8.214	17.599	-0.003	0.033	0.009
Si	62.604	10.894	17.612	0.038	0.002	0.008
Si	0.013	13.622	17.609	-0.012	0.013	-0.001
Si	1.359	17.709	19.121	0.051	-0.006	-0.038
Si	4.008	4.134	19.099	-0.005	0	0.002
Si	1.347	6.853	18.905	-0.013	-0.011	-0.045
Si	4.097	9.62	18.919	0.042	0.014	-0.03
Si	1.34	12.251	18.968	-0.005	-0.02	-0.022
Si	4.058	14.99	18.827	0.008	-0.016	-0.027
Si	6.822	17.704	19.043	0.003	0.047	-0.01
Si	58.624	4.063	19.048	0.005	-0.019	-0.027
Si	6.704	6.858	18.892	-0.008	-0.005	-0.025
Si	58.604	9.597	19.002	0.02	0.02	-0.017
Si	6.741	12.242	19.04	-0.03	-0.004	-0.057
Si	9.451	15.028	19.126	0.037	-0.026	-0.001
Si	61.225	17.601	18.887	-0.044	-0.014	-0.043
Si	-1.292	4.133	19.035	0.001	-0.002	-0.006
Si	61.33	6.832	19.041	0.006	-0.002	0.015
Si	-1.341	9.568	19.036	-0.003	-0.016	-0.045
Si	61.255	12.272	18.939	-0.018	-0.001	-0.028
Si	-1.289	14.958	19.035	0.009	0.007	-0.031
Si	0.009	16.298	20.505	-0.01	0.011	0.025
Si	2.665	2.789	20.559	-0.012	0.033	0.028
Si	0.025	5.617	20.384	-0.013	-0.062	0.036
Si	2.652	8.317	20.16	-0.062	0.022	0.037
Si	0.059	10.902	20.417	0.021	-0.019	0.05
Si	2.737	13.639	20.194	0.012	0.013	0.053
Si	5.38	16.307	20.222	-0.004	-0.008	0.049
Si	8.123	2.727	20.501	0.008	-0.011	0.05
Si	5.368	5.592	20.361	-0.026	0.007	0.047
Si	8.152	8.177	20.154	0.016	0.014	0.056
Si	5.422	10.815	20.444	0.018	-0.008	0.051
Si	8.047	13.655	20.429	-0.005	0.004	0.062
Si	59.918	16.289	20.362	0.005	0.002	0.094
Si	62.63	2.574	20.19	0.039	-0.004	0.014
Si	60.1	5.376	20.394	-0.004	-0.017	0.036
Si	62.554	8.267	20.466	-0.002	0.03	0.053
Si	59.893	11.046	20.378	-0.031	-0.004	0.057
Si	62.641	13.535	20.325	0.004	-0.008	0.076
Si	1.72	15.161	21.643	-0.368	-0.248	-0.618
Si	3.961	17.453	21.692	0.222	0.411	-0.629
Si	1.005	4.038	21.794	0.38	0.108	-0.67
Si	3.907	7.041	21.556	0.332	-0.075	-0.664
Si	1.222	9.325	21.727	0.048	0.263	-0.693
Si	4.164	12.446	21.571	-0.092	-0.297	-0.716
Si	6.322	14.722	21.673	0.331	0.186	-0.699
Si	58.935	17.907	21.741	-0.197	-0.119	-0.725
Si	6.925	4.393	21.636	-0.202	-0.201	-0.667
Si	58.477	6.62	21.475	0.182	0.139	-0.679
Si	7.146	9.656	21.633	-0.338	-0.097	-0.726
Si	9.228	12.005	21.575	0.107	0.103	-0.708
Si	61.424	15.006	21.634	-0.264	-0.194	-0.697
Si	-1.733	17.329	21.72	0.428	0.297	-0.622
Si	61.25	3.698	21.655	0.101	0.249	-0.655
Si	-1.097	7.19	21.772	-0.179	-0.102	-0.657
Si	61.383	9.887	21.772	-0.201	-0.192	-0.701
Si	-1.534	11.993	21.721	0.168	0.219	-0.686
Si	56.302	4.963	27.342	0.073	-0.042	0.032
Si	59.596	3.85	30.829	-0.042	-0.059	-0.002
Si	3.933	16.694	30.176	-0.009	-0.012	0.197
Si	61.182	14.077	24.618	0.005	0.023	-0.124
Si	56.86	2.711	31.303	-0.056	0.053	0.09
Si	-1.726	6.299	30.172	-0.051	0.124	0.03
Si	3.037	6.142	30.382	0.038	-0.067	0.013
Si	58.657	12.517	24.583	0.008	0.038	0.014
Si	61.055	18.108	29.315	0.058	0.071	-0.035
Si	-2.052	6.899	24.722	-0.031	0.007	-0.095
Si	56.371	11.9	26.504	0.042	-0.051	0.004
Si	60.122	9.76	24.685	0.121	0.036	-0.1
Si	0.364	16.836	26.043	-0.019	-0.02	-0.022
Si	56.085	3.677	24.635	-0.029	-0.061	-0.086
Si	56.268	16.279	26.58	-0.02	0.01	-0.005
Si	58.206	17.824	24.65	0.01	0.046	-0.029
Si	-1.432	12.384	24.719	-0.042	0.006	-0.1
Si	2.311	15.134	24.49	0.009	0.008	-0.131
Si	5.595	4.865	24.218	-0.034	0.058	-0.132
Si	62.274	15.383	29.245	0.02	0.049	-0.114
Si	2.561	5.431	23.739	0.005	-0.004	0.044
Si	0.249	10.191	30.086	0.119	0.004	0.077
Si	4.452	9.512	28.414	-0.12	-0.012	-0.007
Si	61.673	13.247	31.064	0.102	0.035	0.039
Si	59.171	5.763	28.463	-0.176	0.056	-0.018
Si	5.248	16.219	24.001	0.031	0.076	-0.098
Si	55.478	2.227	28.69	0.008	-0.046	-0.042
Si	57.831	7.334	30.581	0	0.016	0.055
Si	0.761	6.221	26.029	0.021	-0.017	-0.081
Si	-1.724	3.621	28.955	0.041	-0.008	0.132
Si	54.583	14.744	30.47	-0.024	0.031	0.064
Si	0.563	4.641	30.482	0.012	-0.031	-0.022
Si	55.226	6.877	29.29	-0.016	0.092	0.014
Si	-1.604	3.27	23.336	-0.052	-0.083	-0.001
Si	-2.365	9.211	29.057	0.034	0.041	-0.02
Si	1.511	12.829	29.041	-0.08	0.018	0.003
Si	56.832	10.262	31.233	-0.14	0.028	0.176
Si	-0.671	16.237	31.141	0.017	0.027	0.172
Si	5.81	7.902	23.749	-0.028	0.021	-0.116
Si	58.611	7.21	24.387	-0.094	0.033	-0.03
Si	2.728	10.972	23.942	0.014	-0.021	-0.075
Si	-2.471	9.737	25.92	-0.057	-0.014	0.103
Si	62.677	16.276	26.237	-0.074	-0.018	0.05
Si	56.717	14.042	28.381	-0.001	-0.116	0.028
Si	1.21	15.961	28.969	0.025	-0.124	0.056
Si	60.572	5.451	25.844	-0.012	-0.009	-0.051
Si	5.309	10.069	25.624	-0.092	0.004	-0.039
Si	1.205	12.785	25.943	0.005	-0.034	-0.003
Si	57.822	11.5	28.902	-0.018	0.024	0.053
Si	-0.405	3.539	26.202	-0.021	-0.019	-0.064
Si	4.128	11.943	30.356	-0.002	0.068	-0.009
Si	60.716	2.299	26.356	-0.031	-0.041	-0.003
Si	1.814	8.192	28.313	0.014	-0.013	-0.01
Si	60.388	10.453	30.395	0.053	-0.003	0.118
Si	1.38	14.992	5.383	-0.004	-0.003	0.014
Si	4.131	1.408	5.329	-0.004	-0.013	0.001
Si	1.388	4.138	5.344	-0.004	0.009	0.017
Si	4.086	6.805	5.304	-0.008	-0.009	0.003
Si	1.356	9.526	5.336	-0.005	0.005	0.001
Si	4.104	12.241	5.34	0.007	-0.006	0.004
Si	6.836	14.96	5.36	-0.004	-0.006	0.013
Si	9.569	1.38	5.304	0.003	-0.006	-0.007
Si	6.822	4.095	5.258	0.004	0.004	-0.001
Si	58.461	6.786	5.408	0.01	0.002	0.009
Si	6.792	9.531	5.341	0.007	0.005	0.008
Si	9.55	12.268	5.356	-0.015	-0.007	0.017
Si	61.196	14.96	5.372	-0.011	-0.006	0.002
Si	63.93	1.371	5.37	0.001	0.005	0.006
Si	61.202	4.064	5.414	0.012	0.002	0.013
Si	63.971	6.82	5.385	0.004	-0.005	0.017
Si	61.19	9.526	5.433	-0.008	0.004	0.005
Si	63.931	12.238	5.394	0.001	0.007	0.005
Si	2.758	16.366	6.701	-0.001	0.009	-0.002
Si	5.489	2.758	6.684	-0.001	-0.003	-0.004
Si	2.749	5.471	6.714	0.006	0.005	0.003
Si	5.432	8.17	6.69	-0.007	0.007	-0.002
Si	2.736	10.881	6.696	0.005	-0.002	-0.004
Si	5.46	13.605	6.708	0.005	0.001	0.002
Si	8.202	16.348	6.686	-0.011	0.006	0
Si	59.84	2.706	6.764	0.005	0.009	-0.001
Si	57.104	5.428	6.767	0.001	0.001	-0.003
Si	10.896	8.152	6.692	-0.003	0	0.002
Si	8.176	10.89	6.693	0	0.006	0.001
Si	10.923	13.634	6.693	-0.004	-0.007	-0.003
Si	62.565	16.327	6.728	0	0	-0.012
Si	0.023	2.752	6.698	0.001	0.003	-0.003
Si	62.586	5.448	6.729	-0.003	-0.006	0
Si	0.026	8.186	6.745	0	-0.007	-0.001
Si	62.561	10.898	6.764	-0.001	-0.003	-0.004
Si	0.019	13.616	6.732	-0.001	-0.001	-0.004
Si	1.383	1.391	8.061	0.002	-0.001	-0.006
Si	4.113	4.1	8.056	-0.006	0.003	-0.005
Si	1.393	6.824	8.089	0.008	0.008	0.003
Si	4.09	9.53	8.07	-0.012	-0.01	0.003
Si	1.387	12.25	8.072	0.002	-0.003	-0.005
Si	4.106	14.985	8.059	0.011	0.001	-0.003
Si	6.836	1.386	8.049	0.006	-0.002	-0.002
Si	58.48	4.074	8.118	-0.002	-0.008	0
Si	6.822	6.81	8.03	-0.002	0.001	-0.013
Si	9.54	9.529	8.05	0.007	0.008	-0.002
Si	6.819	12.247	8.066	-0.009	-0.013	-0.007
Si	9.552	14.986	8.057	0.017	0.012	-0.006
Si	61.216	1.358	8.11	-0.007	-0.006	0.004
Si	63.946	4.092	8.085	0.001	0.005	-0.007
Si	61.213	6.792	8.103	-0.007	0.005	-0.001
Si	63.93	9.532	8.105	-0.003	-0.005	0
Si	61.201	12.261	8.113	0.002	0.001	0.004
Si	63.933	14.973	8.088	-0.004	-0.009	0.004
Si	0.025	16.344	9.428	0	0.011	-0.006
Si	2.743	2.747	9.419	0.002	-0.006	-0.001
Si	0.023	5.458	9.44	0.002	-0.001	0
Si	2.743	8.183	9.45	0	0.004	0.002
Si	0.022	10.9	9.444	0	0.004	-0.002
Si	2.745	13.623	9.426	-0.003	0.002	-0.003
Si	5.469	16.346	9.414	-0.002	0.009	0.001
Si	57.132	2.717	9.489	0.008	0.007	0
Si	5.468	5.461	9.416	-0.006	-0.005	0
Si	8.17	8.172	9.41	0.004	0.002	-0.003
Si	5.454	10.895	9.429	0.002	0.001	-0.002
Si	8.181	13.621	9.414	-0.006	-0.002	-0.005
Si	59.848	16.328	9.472	-0.004	-0.001	0.002
Si	62.585	2.731	9.45	0.004	0.001	-0.004
Si	59.85	5.438	9.469	0.007	-0.006	-0.001
Si	62.569	8.164	9.457	-0.008	-0.006	-0.001
Si	59.848	10.886	9.467	0	-0.005	0.004
Si	62.575	13.62	9.458	-0.008	0.006	-0.001
Si	1.383	14.981	10.79	-0.001	-0.002	0.003
Si	4.097	1.381	10.775	-0.009	0.002	-0.005
Si	1.384	4.098	10.794	0.005	0.002	-0.001
Si	4.108	6.815	10.79	0.001	0.004	0.001
Si	1.38	9.542	10.807	0.005	-0.014	0.004
Si	4.101	12.265	10.793	0.006	-0.006	0.003
Si	6.82	14.982	10.78	0	0.001	-0.001
Si	58.504	1.37	10.845	0	0.002	0.005
Si	55.785	4.083	10.859	0.001	-0.002	-0.001
Si	9.523	6.816	10.784	-0.004	-0.001	-0.002
Si	6.813	9.531	10.786	-0.008	0	0.004
Si	9.531	12.254	10.778	0.012	0.001	0
Si	61.217	14.973	10.824	-0.003	-0.003	0
Si	63.951	1.375	10.805	-0.001	-0.007	0.005
Si	61.225	4.085	10.819	-0.007	-0.003	0.004
Si	63.938	6.809	10.809	0	0.003	-0.002
Si	61.213	9.524	10.819	0.006	-0.001	0
Si	63.941	12.259	10.806	-0.003	-0.002	0.002
Si	2.743	16.347	12.148	0.011	0.009	-0.002
Si	5.443	2.741	12.142	-0.012	-0.01	-0.001
Si	2.739	5.462	12.15	0.005	0.004	-0.002
Si	5.455	8.176	12.156	-0.003	-0.013	0.002
Si	2.739	10.909	12.159	-0.013	0.01	0.003
Si	5.457	13.635	12.154	0.006	0.01	0.002
Si	8.163	16.343	12.155	0.002	0	0.004
Si	59.873	2.735	12.196	0.008	0.001	0.005
Si	57.143	5.454	12.22	0.005	-0.009	0.005
Si	10.872	8.183	12.154	0.002	0	0
Si	8.167	10.902	12.148	-0.002	-0.004	0
Si	10.877	13.618	12.149	0.005	0.002	0.002
Si	62.585	16.342	12.169	-0.002	-0.001	0
Si	0.031	2.738	12.165	0.001	0.006	0.003
Si	62.585	5.446	12.178	-0.002	-0.005	-0.003
Si	0.017	8.176	12.16	-0.008	0.008	0.006
Si	62.586	10.888	12.161	-0.007	0.001	0.002
Si	0.018	13.63	12.158	-0.002	-0.001	0.004
Si	1.39	1.378	13.526	0.009	-0.012	0.005
Si	4.09	4.102	13.51	-0.001	-0.004	-0.007
Si	1.372	6.812	13.514	0.007	-0.006	-0.002
Si	4.089	9.534	13.514	0.009	-0.004	0.003
Si	1.378	12.275	13.517	0	-0.006	0.009
Si	4.101	15.002	13.523	-0.006	-0.001	0
Si	6.777	1.371	13.512	-0.007	0.014	0.002
Si	58.522	4.101	13.562	-0.008	0.009	0
Si	6.807	6.819	13.526	-0.003	-0.003	0.004
Si	9.515	9.546	13.526	-0.005	0.012	0.007
Si	6.814	12.272	13.513	-0.001	0	0
Si	9.524	14.981	13.515	0.01	-0.01	0.002
Si	61.248	1.383	13.549	-0.005	-0.005	0.007
Si	-1.328	4.09	13.537	0	0.002	0.017
Si	61.222	6.806	13.535	0.01	0.005	0.001
Si	-1.332	9.539	13.525	0.005	-0.009	0.006
Si	61.225	12.235	13.525	0.014	-0.01	0.002
Si	63.936	14.982	13.529	-0.017	0.013	0.008
Si	0.012	16.353	14.885	-0.003	-0.011	0.009
Si	2.748	2.745	14.887	0.011	0.016	0.006
Si	0.032	5.45	14.895	0.003	0.01	-0.005
Si	2.709	8.183	14.873	-0.001	-0.006	0.005
Si	0.024	10.913	14.881	0.011	0.013	-0.002
Si	2.726	13.655	14.87	-0.01	0	-0.001
Si	5.438	16.353	14.926	-0.003	0.002	0.003
Si	8.099	2.737	14.88	0	-0.018	-0.007
Si	5.433	5.462	14.881	-0.007	-0.002	0.002
Si	8.161	8.182	14.89	0.002	-0.008	0.003
Si	5.446	10.907	14.858	-0.006	0	0.001
Si	8.167	13.637	14.888	-0.005	0.005	0.01
Si	59.891	16.333	14.893	0.005	0.004	0.004
Si	62.608	2.738	14.924	0.001	0.009	0.003
Si	59.884	5.459	14.931	-0.009	-0.01	0.01
Si	62.59	8.168	14.875	-0.003	0.008	0.008
Si	59.888	10.885	14.917	0.008	0.005	0.002
Si	62.577	13.6	14.875	-0.003	0.003	0.003
Si	14.316	17.907	33.128	0.21	-0.342	0.607
Si	20.997	1.133	0.116	-0.191	-0.044	0.618
Si	14.293	6.933	33.299	0.057	-0.098	0.724
Si	16.976	9.775	33.134	0.218	-0.329	0.718
Si	18.008	9.463	0.021	-0.224	0.109	0.735
Si	17.559	14.602	33.263	-0.249	0.187	0.722
Si	19.775	17.622	33.275	0.172	-0.123	0.655
Si	25.705	1.545	0.146	0.262	-0.201	0.665
Si	23.529	3.827	0.368	-0.087	0.103	0.708
Si	26.196	6.491	0.142	-0.111	0.236	0.691
Si	19.847	12.392	33.28	0.166	-0.267	0.669
Si	6.658	14.437	33.288	-0.272	0.163	0.705
Si	12.486	14.662	0.059	-0.01	0.206	0.721
Si	15.309	1.225	0.111	-0.145	0.081	0.651
Si	8.767	6.916	33.157	0.346	-0.316	0.572
Si	12.076	9.185	32.989	-0.254	0.192	0.637
Si	12.031	9.546	0.085	0.306	-0.106	0.596
Si	14.755	12.535	0.022	0.13	-0.131	0.825
Si	19.199	16.379	1.236	0.014	-0.005	-0.018
Si	21.971	2.64	1.585	-0.019	-0.013	-0.021
Si	19.203	5.553	1.19	-0.005	0.009	-0.035
Si	21.922	8.214	1.19	0.001	0.015	-0.049
Si	19.213	10.983	1.286	0.018	0.007	-0.054
Si	21.884	13.609	1.352	0.007	0.016	-0.066
Si	24.553	16.255	1.383	-0.021	0.001	-0.036
Si	10.969	2.76	1.206	-0.003	0.012	-0.034
Si	24.64	5.459	1.558	0.012	-0.02	-0.047
Si	10.884	8.159	1.525	0.003	-0.01	0.006
Si	24.602	10.889	1.46	0.003	-0.019	-0.039
Si	10.963	13.49	1.361	0.001	0.02	-0.067
Si	13.671	16.322	1.276	0.009	-0.009	-0.067
Si	16.472	2.81	1.349	-0.01	0.03	-0.039
Si	13.728	5.516	1.058	0.033	0	-0.038
Si	16.404	8.191	1.17	0.011	-0.017	-0.046
Si	13.657	10.835	1.244	-0.009	0.019	-0.061
Si	16.456	13.704	1.163	-0.012	-0.008	-0.061
Si	17.851	1.421	2.653	-0.014	-0.019	0.002
Si	20.48	4.126	2.64	-0.05	0.005	0
Si	17.784	6.856	2.588	-0.002	-0.004	0.036
Si	20.55	9.565	2.634	0.007	-0.017	0.033
Si	17.766	12.315	2.578	-0.028	-0.003	0
Si	20.449	14.952	2.666	0.017	0.024	0.007
Si	23.275	1.262	2.897	0.027	-0.03	0.032
Si	25.924	4.061	2.922	0.007	-0.022	0.035
Si	23.166	6.855	2.704	-0.021	0.018	-0.001
Si	25.887	9.471	2.814	0.02	-0.008	0.009
Si	23.23	12.285	2.768	-0.001	0.012	0.006
Si	9.539	14.938	2.552	-0.011	0.022	0
Si	12.294	1.385	2.584	-0.005	0.006	0.014
Si	14.991	4.149	2.574	-0.016	0.034	0.023
Si	12.398	6.781	2.622	0.026	-0.031	0.032
Si	15.048	9.511	2.581	0.006	-0.009	0.007
Si	12.314	12.146	2.701	0.027	0	0.05
Si	15.075	14.987	2.626	-0.01	-0.031	0.041
Si	16.42	16.37	3.982	-0.012	0.01	-0.008
Si	19.136	2.782	4.046	0.002	0	0.032
Si	16.386	5.486	3.949	0.011	0.005	-0.01
Si	19.127	8.211	3.982	0.004	-0.007	-0.019
Si	16.401	10.908	3.929	0.01	0.002	0.004
Si	19.081	13.619	4.031	0.013	0.014	-0.002
Si	21.788	16.269	4.124	-0.017	0.003	0.006
Si	24.552	2.694	4.242	0.009	-0.016	0.001
Si	21.806	5.47	4.048	0.014	-0.011	0.02
Si	24.488	8.16	4.156	0.011	0.004	0.009
Si	21.837	10.905	4.078	-0.011	-0.009	-0.008
Si	24.503	13.616	4.207	-0.021	-0.01	0.004
Si	10.906	16.331	3.913	-0.002	-0.016	0.011
Si	13.644	2.762	3.948	0.004	0.014	0.001
Si	10.951	5.445	3.94	-0.01	0.008	0.001
Si	13.697	8.176	3.987	-0.019	-0.016	0.01
Si	10.881	10.861	4.034	-0.004	-0.004	-0.004
Si	13.693	13.59	3.976	0.013	-0.002	-0.022
Si	17.64	14.996	16.32	0.007	-0.005	-0.007
Si	20.351	1.38	16.361	-0.012	-0.002	-0.01
Si	17.653	4.061	16.3	0.008	0.006	-0.009
Si	20.367	6.797	16.335	-0.008	0.007	-0.011
Si	17.625	9.54	16.292	-0.009	0.01	-0.015
Si	20.331	12.228	16.32	0.019	-0.008	-0.005
Si	23.064	14.951	16.391	-0.008	0.008	-0.012
Si	9.449	1.363	16.218	-0.003	0.015	-0.014
Si	23.089	4.064	16.41	0.001	0.002	-0.01
Si	9.496	6.798	16.259	0	-0.001	-0.009
Si	23.078	9.473	16.37	0.015	0.005	-0.015
Si	9.497	12.297	16.296	0.017	-0.001	-0.006
Si	12.197	14.959	16.289	-0.012	0.005	0.003
Si	14.906	1.359	16.329	-0.007	-0.008	0.004
Si	12.187	4.089	16.283	0.001	0.001	0.009
Si	14.91	6.817	16.244	0.016	0.002	-0.015
Si	12.227	9.561	16.233	0.012	-0.002	-0.011
Si	14.912	12.264	16.274	-0.001	-0.011	-0.004
Si	18.981	16.359	17.712	0.016	0.01	0.002
Si	21.742	2.69	17.749	0.008	-0.001	-0.003
Si	19.031	5.403	17.654	0.001	0.005	-0.008
Si	21.712	8.139	17.732	0.016	-0.028	0.007
Si	18.967	10.886	17.682	-0.013	-0.004	-0.003
Si	21.695	13.554	17.688	0.01	0.008	0.01
Si	24.428	16.293	17.777	0.004	-0.007	-0.013
Si	10.75	2.729	17.581	-0.005	0.008	0.003
Si	24.405	5.42	17.824	0.02	-0.013	0.001
Si	10.898	8.167	17.562	0.005	-0.001	-0.023
Si	24.441	10.78	17.763	-0.004	0.005	0.013
Si	10.822	13.666	17.711	0.007	0.004	0
Si	13.539	16.292	17.681	0.009	0.002	0.008
Si	16.304	2.707	17.67	0.024	-0.016	0.001
Si	13.56	5.475	17.616	-0.012	0.009	-0.021
Si	16.263	8.163	17.609	-0.005	-0.011	0.012
Si	13.542	10.927	17.636	0.005	0.001	0.026
Si	16.267	13.626	17.635	0.001	0.026	-0.003
Si	17.64	17.711	19.123	0.015	-0.008	-0.009
Si	20.413	4.096	19.066	-0.001	0.03	-0.031
Si	17.641	6.777	18.927	-0.026	0.015	-0.059
Si	20.313	9.502	19.031	0.004	0.013	-0.014
Si	17.619	12.294	19.007	0.009	-0.009	-0.014
Si	20.37	14.973	19.008	0.024	-0.011	-0.047
Si	23.091	17.65	19.145	-0.013	0.004	-0.014
Si	9.432	4.079	19.005	-0.014	-0.024	-0.035
Si	23.022	6.787	19.166	-0.005	0.016	-0.027
Si	9.572	9.531	18.898	0.006	0.013	-0.027
Si	22.998	12.116	19.034	-0.017	-0.009	-0.047
Si	25.751	14.914	19.152	0.002	-0.001	-0.003
Si	12.028	17.624	18.917	-0.063	-0.043	-0.036
Si	14.929	4.109	18.94	0.031	0.022	-0.027
Si	12.216	6.841	18.986	0.013	0.016	-0.012
Si	14.9	9.532	18.955	-0.008	-0.01	-0.044
Si	12.211	12.305	19.039	0.006	-0.005	-0.022
Si	14.958	14.955	19.057	0	0.013	-0.007
Si	16.268	16.32	20.492	0.01	-0.027	0.013
Si	19.102	2.752	20.43	-0.004	-0.007	0.043
Si	16.308	5.44	20.309	0.014	-0.025	0.058
Si	18.986	8.098	20.323	-0.002	-0.054	0.047
Si	16.275	10.893	20.293	0.005	-0.01	0.06
Si	18.956	13.682	20.35	-0.013	0.002	0.057
Si	21.797	16.199	20.44	0.004	-0.012	0.074
Si	24.34	2.713	20.579	-0.009	0.011	0.013
Si	21.651	5.45	20.561	-0.02	-0.018	0.053
Si	24.415	8.114	20.521	0.012	-0.001	0.03
Si	21.578	10.842	20.457	0.027	0.024	0.034
Si	24.413	13.408	20.365	-0.01	-0.027	0.057
Si	10.777	16.381	20.566	0.005	0.026	0.06
Si	13.436	2.719	20.056	0.005	0.003	0.022
Si	10.827	5.488	20.289	-0.02	-0.008	0.062
Si	13.567	8.184	20.376	0.009	-0.004	0.052
Si	10.863	10.878	20.336	-0.004	-0.016	0.051
Si	13.606	13.62	20.448	-0.012	-0.008	0.05
Si	17.947	15.241	21.81	-0.384	-0.289	-0.633
Si	20.272	17.431	21.682	0.221	0.283	-0.681
Si	17.899	4.346	21.651	-0.059	-0.126	-0.76
Si	20.028	6.613	21.829	0.272	0.129	-0.681
Si	17.467	9.329	21.542	0.124	0.197	-0.755
Si	20.43	12.508	21.697	-0.046	-0.25	-0.698
Si	22.865	14.472	21.696	0.009	0.213	-0.732
Si	9.784	1.781	21.97	-0.314	-0.351	-0.67
Si	23.207	4.316	21.933	-0.353	-0.383	-0.559
Si	9.176	6.602	21.52	0.218	0.096	-0.703
Si	23.128	9.644	21.738	-0.171	-0.223	-0.7
Si	25.45	11.751	21.688	0.15	0.227	-0.794
Si	12.478	15.238	21.749	-0.167	-0.167	-0.699
Si	14.519	17.555	21.43	0.241	-0.108	-0.659
Si	12.065	3.925	21.481	0.051	0.12	-0.658
Si	15.268	7.1	21.584	-0.199	-0.114	-0.757
Si	12.442	9.77	21.707	-0.183	-0.166	-0.676
Si	14.743	11.948	21.693	0.095	0.241	-0.692
Si	6.33	4.578	27.194	-0.052	0.032	-0.015
Si	10.813	4.037	30.757	0.002	-0.1	0
Si	21.341	15.73	31.195	-0.086	0.061	0.133
Si	12.33	14.039	24.651	0.025	0.043	-0.186
Si	7.972	2.663	31.197	-0.069	0.019	0.128
Si	13.467	6.477	28.633	-0.065	-0.195	0.148
Si	17.839	6.072	29.05	0.146	-0.025	0.097
Si	9.963	12.239	24.469	0.055	-0.047	-0.104
Si	13.009	3.397	29.054	0.068	0.01	-0.021
Si	14.718	6.776	24.587	-0.052	0.05	-0.114
Si	7.638	11.771	26.235	-0.026	-0.097	0.09
Si	11.323	9.453	24.621	0.098	0.037	-0.151
Si	16.407	16.811	25.439	-0.06	0.108	0.01
Si	9.048	4.902	26.169	-0.08	-0.046	0.002
Si	7.141	16.601	26.501	0.092	-0.139	-0.074
Si	9.409	2.018	25.098	0.066	-0.032	-0.141
Si	15.044	12.359	24.649	0	-0.043	-0.07
Si	18.623	14.98	24.764	0.003	0.119	-0.192
Si	23.211	5.203	24.683	-0.153	-0.133	0.004
Si	14.77	14.773	28.95	0.121	-0.059	0.004
Si	19.06	2.698	26.396	0.102	-0.041	0.119
Si	17.219	10.116	30.113	0.007	-0.005	0.077
Si	23.675	12.419	29.013	-0.088	0.058	-0.001
Si	13.006	13.45	31.145	0.113	-0.117	0.086
Si	10.58	6.151	28.412	-0.166	0.016	-0.052
Si	20.686	17.131	24.622	0.105	0.009	0.028
Si	6.103	18.362	28.86	0.025	-0.011	-0.019
Si	8.543	7.342	30.245	0.019	0.014	0.074
Si	15.918	5.916	26.955	0.088	-0.103	0.047
Si	15.357	2.373	30.44	0.113	-0.16	0.029
Si	5.908	14.394	30.372	0.027	-0.076	0.067
Si	16.019	5.145	31.363	0.14	-0.008	0.109
Si	5.696	6.721	29.136	0.032	0.036	-0.015
Si	16.079	2.686	23.562	0.005	-0.019	-0.022
Si	14.347	9.203	29.002	-0.071	0.008	0.03
Si	17.022	12.842	28.906	-0.073	0.021	-0.04
Si	8.016	10.348	31.087	-0.145	0.035	0.118
Si	17.357	15.436	30.224	-0.068	-0.071	0.072
Si	21.858	7.876	24.016	-0.096	-0.027	-0.042
Si	9.974	6.835	24.376	-0.019	0.064	-0.069
Si	18.918	10.885	23.875	-0.052	0.136	-0.142
Si	14.091	9.594	25.832	-0.048	-0.022	0.008
Si	13.737	16.095	26.266	0	-0.042	-0.061
Si	7.788	13.98	27.967	0.032	-0.05	-0.014
Si	18.351	18.136	29.35	-0.098	0.131	0.017
Si	12.436	4.896	24.248	0.074	0.094	-0.049
Si	21.082	9.927	25.887	-0.045	-0.04	0.139
Si	17.615	12.565	25.958	-0.068	0.022	-0.003
Si	9.128	11.529	28.659	0.087	0.04	0.072
Si	16.258	3.208	26.221	-0.081	-0.083	0.061
Si	29.78	11.423	31.011	0.031	-0.021	0.097
Si	12.185	2.436	26.206	-0.11	-0.032	0.042
Si	19.994	6.699	30.883	-0.105	0.07	-0.057
Si	11.815	10.743	30.204	-0.047	-0.167	0.013
Si	17.725	14.991	5.383	-0.008	-0.002	0.001
Si	20.445	1.381	5.43	-0.003	0.004	-0.001
Si	17.708	4.114	5.36	-0.012	0.023	0.005
Si	20.427	6.827	5.396	-0.011	0.005	-0.011
Si	17.739	9.554	5.339	-0.001	0.017	0
Si	20.427	12.25	5.411	0.007	0.004	0
Si	23.11	14.943	5.541	0.006	0.015	0.005
Si	25.862	1.35	5.625	0.001	0.011	0.008
Si	23.123	4.095	5.475	-0.012	0.005	-0.001
Si	9.548	6.808	5.284	0.012	-0.001	0.003
Si	23.14	9.543	5.49	0.001	0.013	0.006
Si	25.835	12.231	5.564	0.014	0.01	0.005
Si	12.284	14.973	5.291	-0.009	0.006	-0.005
Si	15.014	1.401	5.319	0.005	0.003	0.002
Si	12.272	4.085	5.334	0.002	-0.005	0.006
Si	15.038	6.821	5.356	0.005	0.003	0.003
Si	12.277	9.498	5.346	0	0.002	0.004
Si	15.032	12.234	5.342	-0.006	-0.012	0.007
Si	19.061	16.344	6.776	0	0.002	-0.004
Si	21.766	2.731	6.831	0.005	-0.009	-0.004
Si	19.054	5.466	6.752	-0.006	-0.008	0.001
Si	21.759	8.168	6.81	0.007	-0.002	-0.001
Si	19.057	10.894	6.761	-0.004	-0.007	-0.004
Si	21.742	13.58	6.854	0.001	-0.003	0.002
Si	24.456	16.308	6.915	-0.004	-0.01	0
Si	10.914	2.726	6.696	0.009	0.004	0.006
Si	8.182	5.448	6.648	0.008	-0.007	-0.007
Si	27.149	8.147	6.968	-0.001	-0.004	-0.005
Si	24.463	10.88	6.903	-0.006	-0.009	-0.003
Si	27.161	13.585	6.962	-0.003	-0.01	-0.008
Si	13.632	16.345	6.669	0.008	0	-0.009
Si	16.346	2.749	6.723	-0.005	-0.002	0.001
Si	13.637	5.457	6.692	-0.006	-0.006	0
Si	16.373	8.193	6.72	0.003	-0.008	-0.002
Si	13.637	10.885	6.695	0.004	0.002	-0.002
Si	16.356	13.613	6.727	0.004	-0.004	0.001
Si	17.681	1.383	8.115	-0.007	-0.002	-0.004
Si	20.382	4.097	8.154	-0.002	0.002	-0.007
Si	17.694	6.823	8.115	0.002	0.011	-0.001
Si	20.39	9.531	8.155	-0.008	0.011	-0.009
Si	17.692	12.256	8.119	0.008	0.001	-0.002
Si	20.385	14.974	8.176	0.005	0.004	-0.008
Si	23.095	1.371	8.233	0.012	0.016	0
Si	9.535	4.094	8.039	-0.009	-0.012	-0.002
Si	23.083	6.812	8.22	-0.004	-0.009	-0.008
Si	25.797	9.525	8.293	-0.001	0.004	-0.006
Si	23.091	12.238	8.24	-0.006	-0.002	-0.002
Si	25.796	14.952	8.295	-0.002	0	-0.005
Si	12.27	1.369	8.06	-0.011	-0.001	0.002
Si	14.973	4.098	8.084	-0.002	0.002	-0.005
Si	12.259	6.801	8.061	-0.006	-0.007	-0.003
Si	14.983	9.532	8.081	0	0.001	-0.003
Si	12.27	12.256	8.053	0.004	0.004	0.001
Si	14.972	14.98	8.062	-0.005	-0.002	-0.004
Si	16.312	16.334	9.459	0.001	0.003	-0.003
Si	19.023	2.731	9.508	-0.002	-0.001	0
Si	16.321	5.456	9.464	-0.003	0	-0.003
Si	19.031	8.169	9.509	0.011	-0.005	-0.002
Si	16.32	10.893	9.469	-0.004	0.001	-0.001
Si	19.022	13.607	9.519	-0.005	-0.003	0.002
Si	21.731	16.319	9.569	-0.002	-0.004	-0.001
Si	8.183	2.743	9.422	0.003	0.004	0.004
Si	21.725	5.438	9.555	-0.001	0.001	0.002
Si	24.431	8.151	9.615	0.004	0.002	0
Si	21.723	10.871	9.565	0.007	-0.015	0
Si	24.433	13.59	9.628	0	-0.002	-0.002
Si	10.9	16.342	9.431	0.003	-0.008	0.004
Si	13.607	2.735	9.442	0.009	-0.004	-0.001
Si	10.888	5.449	9.423	0.01	0.002	-0.003
Si	13.61	8.169	9.434	-0.007	-0.003	-0.005
Si	10.897	10.896	9.412	-0.008	-0.006	0.001
Si	13.611	13.622	9.431	-0.006	0.002	-0.003
Si	17.65	14.975	10.853	-0.001	0.004	-0.003
Si	20.363	1.37	10.9	-0.001	0.007	0
Si	17.659	4.095	10.857	-0.005	0.007	-0.001
Si	20.367	6.806	10.897	-0.003	0.006	0.001
Si	17.665	9.534	10.854	0.003	-0.005	-0.005
Si	20.368	12.25	10.905	0.004	0.003	-0.002
Si	23.077	14.965	10.962	0.002	0.001	0.001
Si	9.532	1.38	10.793	0.005	0.002	0.001
Si	6.816	4.098	10.785	0.003	-0.007	0
Si	25.785	6.796	10.992	-0.002	-0.005	-0.001
Si	23.067	9.517	10.948	-0.014	0.009	-0.001
Si	25.788	12.239	11.003	-0.006	-0.001	-0.001
Si	12.247	14.977	10.798	-0.002	-0.003	-0.001
Si	14.951	1.373	10.821	-0.003	-0.003	-0.001
Si	12.234	4.089	10.804	-0.014	-0.005	0.005
Si	14.951	6.809	10.822	0.003	0	-0.001
Si	12.241	9.533	10.788	0.01	0.008	-0.002
Si	14.95	12.261	10.814	-0.002	0.007	-0.001
Si	18.998	16.321	12.242	-0.011	-0.011	0
Si	21.719	2.71	12.288	0.002	0.003	0.005
Si	19.01	5.441	12.244	0.008	0.004	0.003
Si	21.716	8.144	12.288	0.006	-0.013	0.007
Si	19.006	10.885	12.248	0	0.006	0.003
Si	21.717	13.594	12.298	0.002	-0.001	0.006
Si	24.433	16.305	12.352	0.001	-0.004	0.002
Si	10.873	2.734	12.176	-0.003	-0.005	0.006
Si	8.164	5.46	12.156	0.002	0.003	0.006
Si	27.144	8.144	12.361	0.004	0.003	0
Si	24.416	10.868	12.327	0.006	-0.019	0
Si	27.146	13.59	12.375	0.001	-0.006	0.002
Si	13.586	16.337	12.183	0.002	0.003	0
Si	16.294	2.728	12.206	0.003	-0.006	-0.001
Si	13.585	5.448	12.181	0.003	0.002	0
Si	16.304	8.164	12.198	-0.001	0.009	0.004
Si	13.582	10.898	12.164	-0.004	-0.011	-0.001
Si	16.285	13.616	12.205	-0.002	-0.007	0.002
Si	17.635	1.365	13.588	0.004	0.01	0.003
Si	20.365	4.085	13.623	-0.01	0.004	0.002
Si	17.647	6.806	13.589	0	0.001	0.001
Si	20.359	9.52	13.622	0.001	-0.005	-0.005
Si	17.637	12.262	13.581	-0.006	0.001	0.002
Si	20.352	14.97	13.628	0	0.006	0.001
Si	23.067	1.359	13.681	-0.001	0.004	0.009
Si	9.496	4.088	13.532	0.001	0.005	0.004
Si	23.071	6.778	13.658	0.011	-0.003	0
Si	25.767	9.504	13.689	-0.018	0.02	0
Si	23.072	12.238	13.68	0.003	0.002	0.001
Si	25.795	14.953	13.731	0.002	0.004	0.009
Si	12.226	1.376	13.55	-0.001	-0.011	0
Si	14.928	4.083	13.566	0.001	0	0.005
Si	12.214	6.816	13.527	0.003	0.001	0.01
Si	14.94	9.541	13.53	0.002	0.001	-0.004
Si	12.214	12.255	13.525	0	0.001	0
Si	14.923	14.976	13.566	-0.007	0.008	0.003
Si	16.267	16.333	14.949	0.004	-0.006	0.007
Si	19.007	2.711	14.952	0.006	-0.001	0.005
Si	16.289	5.433	14.935	-0.005	-0.003	0.002
Si	19	8.159	14.969	0.005	0.003	0.004
Si	16.274	10.897	14.921	0.001	-0.002	0
Si	18.984	13.61	14.966	-0.01	0.002	0.002
Si	21.703	16.312	15.022	-0.003	0.002	0.005
Si	24.436	2.696	15.06	0.003	0.008	0.004
Si	21.728	5.415	15.015	0.014	-0.006	0.006
Si	24.431	8.113	15.033	0.003	-0.011	0
Si	21.716	10.854	15.01	-0.002	-0.004	0.004
Si	24.436	13.578	15.068	0.007	-0.005	0.004
Si	10.863	16.332	14.903	0.004	0.005	0.003
Si	13.569	2.728	14.941	0.004	-0.004	-0.002
Si	10.855	5.448	14.891	-0.013	-0.01	0.004
Si	13.575	8.188	14.876	0.001	0.008	-0.003
Si	10.846	10.924	14.906	0.006	0.001	0.005
Si	13.549	13.609	14.908	0.002	-0.003	0.007
Si	33.611	15.24	0.274	0.243	-0.076	0.684
Si	36.778	1.331	0.214	-0.301	0.187	0.624
Si	33.566	4.355	0.398	0.208	-0.154	0.764
Si	36.242	7.075	0.273	0.385	-0.284	0.674
Si	34.022	9.351	0.455	-0.241	0.188	0.629
Si	36.74	11.861	0.178	-0.087	0.37	0.633
Si	38.996	15.348	0.148	0.202	-0.387	0.689
Si	41.825	1.391	0.297	0.327	-0.153	0.653
Si	39.595	3.671	0.27	-0.146	0.372	0.712
Si	42.408	6.554	0.43	-0.183	0.031	0.66
Si	39.162	9.788	0.229	0.128	-0.285	0.687
Si	26.279	11.987	0.271	-0.163	0.058	0.81
Si	28.751	14.793	0.412	-0.139	0.203	0.74
Si	31.445	1.18	0.269	-0.219	0.195	0.751
Si	28.41	4.26	0.27	0.147	-0.218	0.763
Si	31.367	6.54	0.534	-0.041	0.171	0.737
Si	28.484	9.78	0.162	0.147	-0.224	0.732
Si	31.041	12.699	0.531	-0.018	-0.256	0.782
Si	35.233	16.411	1.491	0.01	-0.001	-0.038
Si	37.98	2.724	1.642	0.011	-0.005	-0.073
Si	35.236	5.45	1.619	0.007	-0.01	-0.09
Si	38.032	8.096	1.414	-0.016	0.008	-0.076
Si	35.23	10.913	1.666	-0.013	-0.004	-0.049
Si	37.923	13.59	1.333	0.015	-0.03	-0.044
Si	40.617	16.246	1.609	-0.013	-0.001	-0.063
Si	27.239	2.683	1.523	0.002	-0.014	-0.049
Si	40.704	5.37	1.475	-0.015	-0.009	-0.071
Si	27.282	8.164	1.411	-0.002	-0.004	-0.055
Si	40.652	10.816	1.699	-0.022	-0.018	-0.044
Si	27.267	13.558	1.669	0	-0.015	-0.077
Si	29.919	16.375	1.644	0.019	0.007	-0.056
Si	32.53	2.718	1.666	-0.008	-0.031	-0.068
Si	29.86	5.337	1.754	-0.03	-0.007	-0.035
Si	32.542	8.136	1.748	-0.003	-0.014	-0.053
Si	29.963	10.914	1.581	-0.003	0.008	-0.056
Si	32.615	13.768	1.8	0.031	0.031	-0.068
Si	33.958	1.398	2.963	-0.003	0.01	0.022
Si	36.641	4.116	2.939	-0.034	-0.003	0.022
Si	33.931	6.777	3.048	0.005	-0.026	0.056
Si	36.676	9.475	2.878	-0.008	-0.028	0.021
Si	33.954	12.306	3.018	0.009	-0.016	0.006
Si	36.612	14.962	2.79	0.027	-0.002	0.003
Si	39.334	1.333	2.98	0.015	0.009	0.023
Si	42.074	4.017	2.878	0.004	0.005	0.043
Si	39.361	6.753	2.825	0.02	0.028	0.005
Si	42.032	9.444	3.021	0.003	0.023	-0.005
Si	39.303	12.315	2.858	-0.034	0.013	0.006
Si	25.852	14.962	2.855	-0.02	-0.001	0.012
Si	28.551	1.388	2.951	-0.002	0.008	0.018
Si	31.202	4.003	3.08	0.019	0.005	0.034
Si	28.541	6.847	2.929	-0.02	0.008	0.022
Si	31.239	9.568	3.003	-0.031	0.002	0.016
Si	28.615	12.217	3.005	0.028	0	0.06
Si	31.241	15.083	3.101	-0.033	0.004	0.043
Si	32.635	16.401	4.391	-0.006	0.017	-0.004
Si	35.319	2.738	4.306	-0.001	-0.02	-0.003
Si	32.581	5.404	4.366	0.017	0.01	-0.006
Si	35.343	8.154	4.308	0.015	0.007	-0.001
Si	32.613	10.91	4.337	-0.001	0.002	0.001
Si	35.348	13.648	4.296	0.019	0.04	0.002
Si	37.972	16.259	4.247	-0.016	-0.005	0.016
Si	40.741	2.693	4.276	-0.015	0.015	0.012
Si	38.033	5.448	4.259	0.01	0.004	0.013
Si	40.681	8.067	4.283	0.001	-0.01	0.04
Si	38.006	10.882	4.224	0.024	-0.004	-0.013
Si	40.719	13.576	4.24	-0.022	-0.027	0.023
Si	27.187	16.315	4.244	0.008	0.002	-0.01
Si	29.856	2.683	4.401	0.005	-0.011	0.01
Si	27.211	5.461	4.284	0.017	-0.02	-0.019
Si	29.881	8.184	4.314	0	-0.014	-0.001
Si	27.196	10.837	4.248	-0.012	0.001	-0.019
Si	29.919	13.613	4.361	0.004	-0.007	-0.018
Si	33.958	14.972	16.447	0.014	-0.004	-0.005
Si	36.727	1.354	16.444	0.007	-0.013	-0.004
Si	33.961	4.03	16.43	-0.006	-0.008	-0.002
Si	36.711	6.761	16.374	-0.013	-0.004	-0.005
Si	33.942	9.522	16.412	-0.002	-0.001	0
Si	36.689	12.226	16.381	0	0.002	-0.004
Si	39.462	14.984	16.378	-0.005	0.009	-0.02
Si	25.793	1.35	16.449	0.007	0.012	-0.002
Si	39.426	4.047	16.391	-0.006	-0.001	0.002
Si	25.763	6.751	16.431	-0.013	0.002	-0.013
Si	39.455	9.489	16.364	0.003	0.005	-0.01
Si	25.783	12.212	16.454	-0.004	0.005	0.006
Si	28.52	14.94	16.486	0.01	0.009	-0.009
Si	31.21	1.319	16.475	-0.018	-0.001	-0.007
Si	28.485	4.072	16.487	-0.014	0.009	-0.005
Si	31.212	6.745	16.429	-0.004	-0.007	-0.009
Si	28.448	9.487	16.413	0.003	0.004	-0.011
Si	31.214	12.247	16.437	0.012	0.003	-0.002
Si	35.322	16.35	17.792	0.008	-0.003	0.013
Si	38.128	2.674	17.815	0.009	-0.003	-0.012
Si	35.382	5.372	17.725	-0.001	0.014	0.01
Si	38.067	8.135	17.705	0.008	0.001	-0.007
Si	35.324	10.877	17.75	0.002	0.008	-0.015
Si	38.044	13.643	17.663	-0.009	0.007	-0.001
Si	40.826	16.32	17.767	-0.017	0.002	-0.015
Si	27.115	2.719	17.848	0	-0.006	0.02
Si	40.76	5.45	17.702	0.002	0.021	-0.014
Si	27.153	8.064	17.786	0.014	-0.006	-0.004
Si	40.852	10.849	17.674	0.001	0.003	0.001
Si	27.152	13.572	17.83	0.012	-0.016	-0.011
Si	29.883	16.274	17.884	0.005	0.006	-0.007
Si	32.562	2.702	17.801	0.007	0	-0.009
Si	29.857	5.428	17.853	0.008	0.022	-0.011
Si	32.57	8.132	17.726	-0.002	0.003	0.026
Si	29.771	10.904	17.721	-0.022	-0.007	0
Si	32.579	13.618	17.792	-0.019	0.007	0.001
Si	33.915	17.686	19.16	0.013	-0.015	-0.023
Si	36.729	4.02	19.134	-0.011	0.002	-0.015
Si	34.012	6.764	19	0	0.019	-0.035
Si	36.702	9.484	19.048	-0.009	-0.012	-0.015
Si	33.966	12.258	19.089	0.029	0.014	-0.012
Si	36.725	14.986	19.089	0.013	-0.011	-0.027
Si	39.526	17.659	19.213	-0.014	0.024	-0.008
Si	25.757	4.087	19.238	0.019	-0.008	-0.042
Si	39.387	6.79	19.097	0.012	-0.005	-0.017
Si	25.824	9.404	19.139	-0.04	0.006	-0.014
Si	39.458	12.27	18.89	-0.004	0.018	-0.039
Si	42.194	14.993	19.13	0.036	-0.014	-0.008
Si	28.489	17.663	19.19	-0.008	0.016	-0.023
Si	31.217	4.052	19.19	-0.005	-0.014	-0.012
Si	28.498	6.773	19.247	0.001	0.01	-0.008
Si	31.076	9.474	18.979	-0.004	-0.055	-0.037
Si	28.504	12.223	19.223	0.026	0.005	-0.001
Si	31.257	14.905	19.271	-0.012	-0.002	-0.021
Si	32.649	16.307	20.606	0.013	-0.006	0.042
Si	35.283	2.73	20.488	0.002	0.012	0.051
Si	32.64	5.473	20.389	0.025	0.006	0.091
Si	35.398	8.061	20.393	0.03	-0.023	0.029
Si	32.497	10.81	20.188	-0.009	0.025	0.044
Si	35.335	13.635	20.441	-0.01	0.006	0.054
Si	38.104	16.3	20.523	-0.008	-0.019	0.041
Si	40.932	2.763	20.511	-0.002	-0.02	0.082
Si	38.088	5.378	20.496	0.016	0.004	0.033
Si	40.77	8.16	20.419	-0.003	0.017	0.061
Si	38.107	10.931	20.216	0.019	-0.01	0.049
Si	40.752	13.58	20.33	-0.008	-0.006	0.071
Si	27.068	16.299	20.525	0.004	0.019	0.041
Si	29.871	2.699	20.59	-0.013	-0.006	0.057
Si	27.181	5.405	20.647	-0.016	-0.024	0.045
Si	29.803	8.234	20.562	0.004	0.021	0.058
Si	27.18	10.749	20.519	0.019	0.003	0.063
Si	29.903	13.513	20.672	-0.013	-0.013	0.031
Si	34.313	15.204	21.875	-0.224	-0.11	-0.684
Si	36.471	17.481	21.739	0.143	0.082	-0.702
Si	34.175	4.384	21.77	-0.063	-0.203	-0.73
Si	36.505	6.503	21.806	0.107	0.19	-0.709
Si	33.679	9.245	21.388	0.106	-0.108	-0.704
Si	36.98	12.448	21.565	-0.18	-0.114	-0.777
Si	39.214	14.612	21.76	0.135	0.34	-0.74
Si	25.932	17.906	21.852	-0.101	-0.187	-0.683
Si	39.702	4.289	21.835	-0.158	-0.223	-0.683
Si	25.543	6.547	21.888	0.294	0.337	-0.612
Si	39.58	9.807	21.603	-0.005	-0.127	-0.676
Si	41.777	12.025	21.717	0.239	0.002	-0.636
Si	28.656	15.177	21.829	-0.198	-0.355	-0.61
Si	30.997	17.406	21.88	0.326	0.329	-0.611
Si	28.273	3.738	21.968	0.132	0.263	-0.691
Si	31.514	7.097	21.633	-0.104	-0.096	-0.709
Si	28.761	9.828	22.063	-0.186	-0.278	-0.654
Si	31.196	11.853	21.818	-0.004	0.22	-0.629
Si	21.71	4.059	27.1	-0.004	0.076	0.024
Si	23.205	17.787	26.478	-0.046	-0.009	-0.166
Si	36.192	2.38	30.637	-0.057	0.137	0.153
Si	28.368	14.786	27.494	-0.031	-0.045	0.191
Si	24.223	2.718	31.352	-0.027	-0.006	0.128
Si	32.472	4.18	30.667	0.082	0.046	0.125
Si	36.177	5.6	30.788	-0.096	-0.067	-0.029
Si	24.225	14.403	24.493	-0.01	-0.204	-0.097
Si	34.249	2.939	28.633	0.007	0.036	-0.035
Si	31.213	6.536	24.558	-0.021	-0.026	-0.003
Si	23.412	12.098	26.005	0.106	-0.033	0.01
Si	24.79	9.505	29.319	0.074	-0.004	0.125
Si	31.913	2.626	26.814	0.038	0.086	-0.014
Si	25.968	6.18	24.849	-0.01	0.033	-0.119
Si	23.612	16.789	29.327	0.076	-0.016	0.149
Si	25.313	17.064	24.778	0.108	0.035	-0.068
Si	32.892	11.848	24.49	-0.055	-0.056	-0.139
Si	35.876	15.117	26.433	0.08	-0.115	-0.077
Si	38.467	2.289	23.787	0.026	0.06	0.004
Si	28.875	17.341	29.085	-0.116	-0.032	0.169
Si	35.626	4.684	26.508	0.019	-0.04	0.111
Si	33.024	9.427	28.154	0.059	0.018	-0.069
Si	37.021	9.183	28.608	-0.043	0.029	0.021
Si	31.944	9.239	30.832	-0.044	0.097	0.182
Si	26.512	8.132	27.082	0.095	-0.039	0.032
Si	42.703	17.121	24.568	-0.038	0.007	-0.054
Si	20.006	4.189	29.517	0.052	-0.048	-0.08
Si	26.395	5.003	31.352	0.054	-0.007	0.198
Si	33.369	4.428	24.638	-0.051	0.037	-0.054
Si	31.01	16.897	24.76	0.1	0.063	-0.161
Si	20.899	12.833	30.435	-0.029	-0.004	0.03
Si	30.647	6.498	30.701	-0.116	0.029	0.131
Si	22.163	8.798	30.534	-0.004	0.059	0.067
Si	28.79	4.701	24.92	0.013	-0.014	-0.119
Si	30.425	13.751	29.304	0.036	0.054	0.027
Si	32.939	15.042	30.557	-0.091	-0.192	-0.014
Si	20.019	10.455	28.843	0.021	0.039	0.079
Si	31.417	17.531	30.785	-0.163	-0.002	0.144
Si	37.552	8.541	23.762	0.005	-0.056	-0.216
Si	28.159	10.079	25.125	-0.01	-0.053	-0.226
Si	35.383	10.694	23.535	0.021	-0.059	-0.014
Si	31.148	9.519	25.764	-0.023	-0.063	-0.046
Si	28.097	15.703	24.737	-0.057	-0.023	-0.134
Si	28.219	15.274	30.997	-0.058	0.152	0.002
Si	35.447	13.927	29.348	0.012	-0.036	0.06
Si	26.074	12.183	24.71	-0.086	-0.071	0.054
Si	38.449	9.972	26.017	-0.119	-0.029	-0.084
Si	33.26	14.679	24.792	0.084	0.045	-0.038
Si	25.884	14.534	29.466	0.015	0.187	-0.149
Si	29.179	3.6	27.597	-0.062	-0.095	0.009
Si	35.242	11.339	28.32	-0.085	-0.08	-0.064
Si	28.073	6.185	29.046	0.008	0.002	0.071
Si	34.971	7.086	28.202	-0.007	0.021	0.228
Si	26.826	10.635	31.436	0.014	0.093	0.095
Si	33.985	14.979	5.673	0.011	0.001	0.012
Si	36.668	1.335	5.624	0.011	-0.002	0.009
Si	33.967	4.067	5.689	-0.015	0.003	0.01
Si	36.7	6.797	5.648	-0.018	-0.016	0.012
Si	33.984	9.527	5.65	0.001	-0.01	0
Si	36.684	12.237	5.62	0.003	-0.009	0.005
Si	39.38	14.94	5.598	0.002	0.009	0.013
Si	42.138	1.307	5.558	0.014	-0.004	-0.002
Si	39.395	4.071	5.61	0	0.005	0.012
Si	25.801	6.803	5.574	-0.007	0.006	0.003
Si	39.37	9.511	5.594	-0.009	-0.005	-0.006
Si	42.111	12.216	5.574	0.001	-0.01	0
Si	28.517	14.964	5.645	0.012	0.012	0.01
Si	31.247	1.374	5.74	0.005	-0.005	0.026
Si	28.531	4.109	5.679	-0.011	0.012	0.007
Si	31.235	6.81	5.664	-0.006	-0.01	0.01
Si	28.519	9.516	5.658	0.004	0.008	0.008
Si	31.267	12.251	5.7	-0.003	0.003	0.013
Si	35.336	16.324	7.025	-0.007	0.006	-0.008
Si	38.045	2.699	6.961	0.001	0	0.002
Si	35.34	5.436	7.004	0.008	0.001	0
Si	38.049	8.164	6.99	-0.007	0.015	0.001
Si	35.333	10.89	6.997	-0.003	0.001	0.001
Si	38.06	13.573	6.975	0.009	-0.002	-0.003
Si	40.77	16.294	6.929	-0.015	0.002	-0.001
Si	27.18	2.72	6.996	0.012	-0.008	0.003
Si	24.444	5.433	6.899	0.008	-0.013	-0.004
Si	43.507	8.116	6.899	0.011	-0.004	0.008
Si	40.774	10.845	6.936	0.008	0.007	0.004
Si	43.507	13.578	6.89	-0.009	-0.01	-0.002
Si	29.878	16.3	7.025	0.01	0.005	-0.001
Si	32.611	2.734	7.06	-0.002	0	-0.002
Si	29.891	5.454	7.025	0.003	-0.003	-0.003
Si	32.614	8.165	6.996	0.007	0	-0.007
Si	29.884	10.877	7.007	0	0.001	-0.004
Si	32.632	13.609	7.027	0	-0.008	0.001
Si	33.971	1.353	8.378	-0.011	-0.006	-0.004
Si	36.7	4.06	8.335	-0.01	-0.006	-0.013
Si	33.971	6.799	8.347	-0.004	-0.001	-0.002
Si	36.691	9.52	8.344	0.004	-0.007	-0.004
Si	33.98	12.234	8.365	0	0.003	-0.004
Si	36.708	14.94	8.337	-0.002	0	-0.01
Si	39.425	1.34	8.297	0.014	0.004	-0.007
Si	25.79	4.083	8.294	-0.004	-0.006	0
Si	39.434	6.79	8.311	0.013	0.007	-0.01
Si	42.16	9.486	8.268	0.005	-0.005	-0.001
Si	39.431	12.211	8.31	-0.003	-0.004	-0.008
Si	42.154	14.934	8.264	0.006	0.015	-0.011
Si	28.529	1.36	8.356	0.009	0.01	-0.003
Si	31.244	4.097	8.382	0.02	0.017	0
Si	28.508	6.805	8.343	-0.002	-0.012	-0.004
Si	31.247	9.514	8.351	0.003	-0.001	-0.006
Si	28.517	12.241	8.335	0.001	0.006	0.006
Si	31.247	14.948	8.368	-0.005	-0.005	-0.002
Si	32.604	16.311	9.714	0.001	0.007	-0.002
Si	35.34	2.716	9.705	-0.002	0	0
Si	32.612	5.45	9.714	-0.008	-0.009	0
Si	35.33	8.158	9.694	-0.004	0.011	-0.004
Si	32.605	10.873	9.703	0.002	0.006	-0.001
Si	35.347	13.592	9.703	-0.002	-0.003	-0.002
Si	38.076	16.303	9.669	0.006	0.002	-0.002
Si	24.439	2.707	9.626	-0.003	-0.004	0.002
Si	38.07	5.43	9.664	0.002	-0.007	-0.006
Si	40.81	8.142	9.652	0.007	0.008	0.004
Si	38.071	10.869	9.681	-0.001	-0.001	0.001
Si	40.806	13.578	9.639	0.004	-0.011	-0.001
Si	27.151	16.306	9.669	-0.002	-0.003	-0.006
Si	29.885	2.717	9.708	0.014	-0.001	0
Si	27.149	5.427	9.667	0.005	0.003	0.001
Si	29.877	8.156	9.695	-0.003	-0.002	-0.006
Si	27.152	10.873	9.667	0.002	-0.002	-0.004
Si	29.875	13.588	9.7	0.014	-0.005	-0.003
Si	33.973	14.947	11.047	-0.005	-0.006	-0.004
Si	36.709	1.339	11.026	-0.002	-0.002	-0.002
Si	33.967	4.073	11.051	-0.005	0.013	0.002
Si	36.7	6.784	11.02	-0.007	0.002	-0.007
Si	33.965	9.511	11.051	-0.005	-0.011	-0.001
Si	36.711	12.227	11.042	0.008	-0.003	-0.001
Si	39.448	14.938	11.007	0.002	0.001	-0.001
Si	25.788	1.35	11.005	0.004	0.009	-0.002
Si	23.072	4.08	10.944	0.008	-0.004	-0.003
Si	42.188	6.774	10.983	-0.004	-0.022	0.007
Si	39.445	9.501	11.012	0.002	-0.001	0.001
Si	42.181	12.213	10.971	0.003	-0.001	-0.006
Si	28.51	14.956	11.037	0.009	0.003	-0.001
Si	31.242	1.353	11.056	0.007	-0.007	0.002
Si	28.506	4.072	11.036	-0.002	-0.007	0
Si	31.231	6.795	11.056	0.013	0.003	0.002
Si	28.509	9.517	11.03	0.002	0.008	0
Si	31.234	12.227	11.048	-0.008	0	0.005
Si	35.341	16.307	12.386	-0.007	-0.001	0.001
Si	38.075	2.709	12.353	0.002	0.003	-0.004
Si	35.332	5.435	12.384	0	-0.008	-0.003
Si	38.069	8.143	12.358	0	-0.008	0.002
Si	35.335	10.874	12.39	-0.002	0.004	0.001
Si	38.082	13.592	12.376	-0.003	0	0.001
Si	40.82	16.299	12.346	0.005	0	0.005
Si	27.149	2.697	12.373	0.003	-0.007	0.002
Si	24.433	5.416	12.325	-0.005	0.001	0.002
Si	43.564	8.139	12.325	0.01	0.018	0.007
Si	40.821	10.869	12.344	0.004	0.008	-0.002
Si	43.556	13.577	12.308	0.01	-0.004	-0.002
Si	29.868	16.317	12.396	0.011	0.013	0.005
Si	32.605	2.708	12.402	0.002	-0.001	0.004
Si	29.868	5.422	12.398	0.001	0	0.006
Si	32.595	8.154	12.402	-0.006	0.01	0.003
Si	29.865	10.87	12.395	0.003	-0.005	0.002
Si	32.594	13.595	12.388	0.005	-0.001	-0.002
Si	33.974	1.342	13.741	0.012	-0.012	0.007
Si	36.696	4.055	13.707	-0.008	0.01	-0.003
Si	33.956	6.782	13.741	-0.005	0	-0.004
Si	36.702	9.499	13.718	-0.001	0.001	0.001
Si	33.956	12.237	13.73	-0.01	0.006	-0.001
Si	36.708	14.949	13.73	0.002	0.006	0.004
Si	39.448	1.352	13.687	-0.017	0.003	-0.002
Si	25.786	4.061	13.707	0.007	-0.005	-0.005
Si	39.443	6.767	13.677	0.012	-0.008	0
Si	42.201	9.508	13.678	-0.01	0.001	0.009
Si	39.458	12.228	13.708	0.01	-0.009	-0.001
Si	42.199	14.933	13.678	0.007	-0.006	0.004
Si	28.503	1.349	13.752	0	0.003	0.005
Si	31.221	4.046	13.753	0.007	-0.005	0.009
Si	28.493	6.783	13.734	-0.002	0.004	0.013
Si	31.222	9.507	13.748	0.003	-0.002	0.006
Si	28.498	12.23	13.74	0.008	0	0.014
Si	31.232	14.956	13.741	-0.003	-0.006	0.003
Si	32.592	16.319	15.094	0.001	0.005	0.004
Si	35.349	2.696	15.081	0.004	0.007	0.013
Si	32.595	5.401	15.086	0.005	0.008	0.001
Si	35.324	8.149	15.075	0	-0.003	0.001
Si	32.58	10.888	15.08	0.008	0.001	-0.008
Si	35.313	13.604	15.075	-0.003	-0.008	-0.003
Si	38.079	16.333	15.051	0.003	-0.004	0.003
Si	40.815	2.702	15.037	-0.005	0.001	0.006
Si	38.076	5.407	15.029	0	-0.002	-0.001
Si	40.81	8.141	14.998	0.006	0.001	0.002
Si	38.077	10.868	15.047	-0.003	-0.001	-0.002
Si	40.834	13.593	15.048	-0.005	0.007	0.011
Si	27.158	16.301	15.112	0.011	-0.007	0.001
Si	29.851	2.701	15.131	0.013	-0.012	0.004
Si	27.139	5.406	15.085	-0.012	-0.002	0.002
Si	29.855	8.137	15.091	0.004	0.006	0.008
Si	27.108	10.857	15.059	-0.005	-0.021	0.001
Si	29.86	13.603	15.088	-0.001	-0.001	0.003
Si	46.738	17.829	33.164	0.244	-0.287	0.7
Si	50.003	3.767	33.309	-0.216	0.094	0.713
Si	46.712	6.693	33.279	0.177	-0.129	0.689
Si	52.614	6.979	0.176	0.223	-0.078	0.716
Si	50.492	9.31	0.105	-0.257	0.104	0.692
Si	53.215	11.962	0.024	-0.089	0.187	0.677
Si	52.242	17.858	33.169	0.127	-0.279	0.697
Si	54.986	4.109	33.308	0.211	-0.122	0.711
Si	56.087	3.849	0.005	-0.179	0.09	0.709
Si	58.786	6.646	0.183	-0.367	0.218	0.562
Si	52.138	12.24	33.3	0.212	-0.126	0.693
Si	42.17	11.798	0.255	-0.284	0.467	0.588
Si	44.934	14.523	0.12	-0.04	0.255	0.737
Si	47.725	1.114	0.135	-0.217	0.083	0.729
Si	44.525	4.268	0.317	0.105	-0.122	0.688
Si	44.471	8.936	33.29	-0.1	0.22	0.697
Si	44.463	9.57	0.337	0.429	-0.203	0.599
Si	47.274	12.438	0.075	0.112	-0.145	0.772
Si	51.647	16.351	1.223	0.006	0.001	-0.038
Si	54.447	2.75	1.314	0.02	-0.011	-0.043
Si	51.512	5.338	1.38	-0.031	-0.023	-0.041
Si	54.32	8.12	1.328	-0.007	0.001	-0.061
Si	51.662	10.86	1.402	0.011	-0.017	-0.04
Si	54.41	13.637	1.169	0.004	0.02	-0.038
Si	57.096	16.331	1.289	0.001	0.009	-0.047
Si	43.411	2.619	1.526	-0.008	-0.013	-0.024
Si	57.119	5.468	1.327	-0.009	0.006	-0.05
Si	43.483	8.07	1.821	0.007	-0.027	-0.024
Si	57.064	10.831	1.284	0	-0.013	-0.051
Si	43.35	13.471	1.454	-0.016	0.003	-0.058
Si	46.12	16.205	1.342	-0.022	0.003	-0.055
Si	48.907	2.662	1.42	-0.018	0.027	-0.046
Si	46.206	5.402	1.469	-0.009	0.003	-0.035
Si	48.879	8.054	1.29	-0.022	-0.008	-0.067
Si	46.186	10.786	1.377	0.006	0.02	-0.051
Si	48.938	13.633	1.236	-0.021	-0.005	-0.044
Si	50.341	1.337	2.709	0.004	-0.014	0.011
Si	53.015	4.058	2.662	-0.004	-0.027	0.011
Si	50.206	6.732	2.75	0.016	0.023	0.039
Si	53.009	9.486	2.75	0.001	-0.011	0.043
Si	50.269	12.263	2.651	-0.021	0.008	0.005
Si	53	14.941	2.579	0.015	-0.002	0.005
Si	55.765	1.364	2.7	0.012	0.008	0.032
Si	58.525	4.085	2.665	0.004	-0.007	0.034
Si	55.713	6.787	2.673	0.002	-0.003	0.011
Si	58.34	9.532	2.797	-0.02	0.024	0.036
Si	55.746	12.279	2.608	-0.02	-0.009	0.02
Si	42.063	14.878	2.84	0.035	0.001	-0.003
Si	44.835	1.259	2.778	0.023	0.001	0.015
Si	47.541	4	2.795	-0.006	0.008	0.032
Si	44.959	6.735	2.973	0.016	-0.024	0.033
Si	47.575	9.439	2.703	0.005	-0.004	0.02
Si	44.787	12.126	2.789	0.004	-0.001	0.027
Si	47.568	14.921	2.706	-0.001	-0.034	0.021
Si	48.947	16.289	4.059	-0.023	0.023	-0.006
Si	51.695	2.692	4.065	-0.021	0.007	0.007
Si	48.898	5.381	4.145	-0.012	0.015	-0.008
Si	51.625	8.109	4.072	0.01	-0.012	-0.013
Si	48.937	10.856	4.027	0.005	-0.012	0.004
Si	51.661	13.6	4.008	0.013	0.019	-0.007
Si	54.361	16.297	3.996	-0.002	0.011	-0.007
Si	57.143	2.73	4.035	-0.013	0.012	-0.009
Si	54.362	5.423	4.033	0.003	0.003	0.007
Si	57.03	8.127	4.101	0.003	0.015	0.017
Si	54.395	10.903	4.021	0.015	-0.012	-0.011
Si	57.095	13.6	4.022	-0.003	-0.018	0.003
Si	43.465	16.253	4.156	-0.014	0.009	0.004
Si	46.192	2.629	4.142	-0.008	0.017	0.008
Si	43.497	5.36	4.216	-0.02	0.01	-0.027
Si	46.29	8.155	4.222	0.002	0	0.018
Si	43.466	10.834	4.244	0.022	-0.007	0.004
Si	46.201	13.535	4.083	-0.001	0.02	-0.034
Si	50.391	14.929	16.306	-0.013	0.004	-0.009
Si	53.111	1.371	16.336	0.002	-0.009	-0.002
Si	50.414	4.092	16.37	0.012	-0.005	-0.004
Si	53.062	6.798	16.357	0.003	-0.008	0.006
Si	50.396	9.452	16.424	-0.006	0.022	0.003
Si	53.105	12.173	16.329	-0.012	0.005	-0.006
Si	55.824	14.975	16.282	0.009	-0.004	-0.012
Si	42.182	1.327	16.368	0.013	-0.003	-0.01
Si	55.841	4.103	16.325	0.035	-0.013	0.01
Si	42.158	6.79	16.358	-0.005	-0.002	-0.017
Si	55.821	9.546	16.347	-0.003	0.016	-0.002
Si	42.229	12.239	16.379	0.005	-0.005	-0.001
Si	44.956	14.916	16.372	-0.009	0.015	-0.022
Si	47.655	1.329	16.326	-0.022	-0.008	-0.015
Si	44.922	4.049	16.344	-0.002	0.01	-0.022
Si	47.702	6.759	16.406	-0.007	0.004	0.005
Si	44.95	9.51	16.348	0.012	0.016	-0.011
Si	47.652	12.176	16.401	-0.026	-0.002	-0.001
Si	51.703	16.335	17.655	0	0.008	0
Si	54.506	2.73	17.687	0.001	-0.021	-0.016
Si	51.717	5.478	17.799	-0.038	0.044	0.015
Si	54.449	8.154	17.676	0.02	0.013	-0.022
Si	51.797	10.802	17.764	0.032	-0.006	-0.009
Si	54.475	13.581	17.607	0.012	0.006	-0.01
Si	57.192	16.37	17.612	-0.015	0.005	0.002
Si	43.557	2.685	17.685	-0.016	-0.026	0.019
Si	57.218	5.443	17.714	-0.002	0.001	0.021
Si	43.528	8.191	17.653	-0.032	0.002	-0.008
Si	57.209	10.947	17.667	0.011	0.013	0.019
Si	43.577	13.612	17.76	0.009	0.015	0.017
Si	46.361	16.249	17.707	0.004	0.009	-0.003
Si	49.023	2.702	17.646	-0.008	-0.019	-0.014
Si	46.27	5.413	17.702	-0.016	-0.019	-0.015
Si	49.105	8.043	17.839	0.006	-0.054	0.016
Si	46.307	10.791	17.784	-0.001	-0.014	0.002
Si	49.079	13.545	17.68	0.005	0.004	-0.015
Si	50.324	17.671	19.047	0.006	-0.036	-0.037
Si	53.151	4.101	19.028	-0.012	0.012	-0.019
Si	50.42	6.727	19.406	0.015	-0.009	-0.02
Si	53.141	9.411	19.164	-0.048	0.002	0.006
Si	50.435	12.203	19.061	0.01	-0.003	-0.014
Si	53.106	14.953	18.91	-0.016	-0.01	-0.025
Si	55.912	17.725	19.038	0.016	0.029	-0.009
Si	42.139	4.069	18.976	0.02	-0.02	-0.053
Si	55.821	6.837	19.027	0.012	-0.012	-0.025
Si	42.188	9.501	19.077	0.008	-0.001	-0.016
Si	55.856	12.333	19.031	0.004	0.026	-0.059
Si	58.491	15.032	19.011	0.015	-0.04	-0.02
Si	44.929	17.59	18.99	-0.029	0.02	-0.046
Si	47.678	4.047	19	0.026	0.003	-0.013
Si	44.86	6.821	18.968	-0.003	0.032	-0.027
Si	47.703	9.383	19.136	-0.044	0.023	-0.021
Si	44.922	12.206	19.082	0.006	0.005	-0.039
Si	47.8	14.916	19.067	-0.013	0.048	-0.026
Si	49.086	16.284	20.545	-0.007	0.005	0.05
Si	51.684	2.806	20.284	-0.071	-0.004	0.062
Si	48.834	5.288	20.629	0.032	0.048	0.051
Si	51.984	8.067	20.803	-0.014	-0.06	0.022
Si	49.182	10.742	20.407	0.034	-0.029	0.054
Si	51.81	13.614	20.345	-0.021	0.02	0.054
Si	54.413	16.392	20.219	0.007	0.002	0.051
Si	57.287	2.704	20.473	0.007	-0.005	0.058
Si	54.528	5.408	20.406	0.013	0.019	0.073
Si	57.241	8.212	20.309	-0.014	-0.019	0.022
Si	54.576	10.836	20.338	-0.005	-0.004	0.003
Si	57.043	13.88	20.442	-0.061	0.059	0.079
Si	43.585	16.345	20.488	0.001	0.006	0.083
Si	46.34	2.633	20.26	0.024	-0.019	0.018
Si	43.454	5.491	20.26	-0.03	0.025	0.062
Si	46.22	8.017	20.436	0.016	-0.026	0.042
Si	43.482	10.917	20.459	-0.048	-0.013	0.041
Si	46.455	13.491	20.334	0	-0.023	0.04
Si	50.857	15.225	21.779	-0.272	-0.118	-0.684
Si	52.904	17.6	21.472	0.054	0.105	-0.636
Si	50.214	3.78	21.823	-0.11	0.127	-0.718
Si	53.541	6.641	22.142	-0.341	0.1	-0.775
Si	50.434	9.433	21.956	0.277	0.092	-0.696
Si	53.426	12.424	21.545	-0.242	-0.135	-0.779
Si	55.28	14.96	21.821	0.517	0.25	-0.528
Si	42.772	1.918	21.757	-0.095	-0.213	-0.762
Si	56.212	4.417	21.669	-0.128	-0.399	-0.713
Si	41.886	6.544	21.694	0.081	0.084	-0.753
Si	56.238	9.847	21.68	-0.332	-0.348	-0.64
Si	58.273	12.304	21.577	0.315	0.22	-0.675
Si	45.212	15.005	21.538	-0.259	-0.116	-0.726
Si	47.313	17.355	21.703	0.405	0.291	-0.684
Si	44.942	4.107	21.354	-0.014	-0.014	-0.491
Si	47.053	6.33	21.891	0.245	0.143	-0.714
Si	45.149	9.744	21.588	-0.325	-0.279	-0.604
Si	47.597	11.87	21.659	0.26	0.437	-0.571
Si	38.498	5.052	27.244	-0.031	-0.061	0.018
Si	42.398	4.806	31.593	0.024	0.046	0.096
Si	53.034	17.331	30.126	0.063	-0.055	0.158
Si	44.631	14.787	24.401	-0.038	-0.071	-0.023
Si	40.268	2.55	31.491	-0.151	-0.005	-0.025
Si	45.277	7.108	28.1	0.133	0.058	-0.058
Si	52.511	6.974	30.343	0.142	0.095	-0.013
Si	42.607	12.648	24.577	-0.015	-0.039	-0.066
Si	46.004	2.164	27.672	0.059	-0.019	-0.029
Si	48.491	8.097	23.869	-0.043	0.003	0.022
Si	37.369	12.553	26.264	0.079	0.032	-0.11
Si	44.781	10.445	24.405	0.085	0.098	-0.096
Si	49.652	16.14	26.104	-0.036	0.059	-0.068
Si	41.49	5.273	26.634	0.052	0.051	0.071
Si	39.988	16.124	24.297	-0.081	0.057	-0.096
Si	38.14	17.166	26.309	-0.008	0.041	-0.06
Si	48.106	11.623	27.47	-0.082	-0.092	0.027
Si	51.356	14.118	24.606	0.037	0.071	-0.077
Si	53.521	2.265	24.258	-0.017	0.036	-0.058
Si	46.611	14.049	28.873	0.127	-0.065	0.069
Si	51.832	4.897	24.133	0.097	-0.11	-0.011
Si	49.272	9.263	30.645	-0.075	-0.053	0.054
Si	53.698	9.325	28.966	-0.007	-0.117	0.041
Si	45.259	13.058	31.346	0.094	0.006	0.113
Si	42.83	6.334	29.2	0.01	0.069	-0.057
Si	54.042	15.691	24.611	0.073	0.07	-0.173
Si	38.773	2.354	28.897	0.026	-0.013	-0.039
Si	40.959	8.384	29.73	-0.045	0.021	0.029
Si	49.839	6.27	26.073	-0.018	-0.005	-0.264
Si	47.572	18.352	30.276	0.061	0.016	0.099
Si	37.701	12.983	31.237	0.033	-0.017	0.13
Si	48.237	4.976	31.039	0.045	0.04	0.119
Si	38.44	6.917	29.594	-0.056	0.004	0.038
Si	48.941	1.919	23.956	-0.034	-0.004	-0.058
Si	46.657	9.491	29.261	-0.029	0.042	0.032
Si	50.224	11.928	29.519	0.002	0.059	-0.084
Si	39.782	10.783	31.494	-0.081	0.176	0.074
Si	49.068	14.638	30.437	0.041	-0.013	0.051
Si	55.643	8.123	24.015	0.043	-0.029	0.006
Si	42.936	6.938	24.549	-0.007	-0.041	0.016
Si	47.608	11.142	24.447	0.055	-0.075	-0.054
Si	43.643	9.071	26.457	0.006	-0.041	-0.004
Si	46.562	15.744	26.505	0.024	0.097	-0.033
Si	40.294	12.015	26.555	-0.104	0.039	-0.023
Si	50.184	17.041	29	-0.155	-0.106	0.022
Si	45.275	5.42	25.517	-0.049	0.066	0.053
Si	54.042	9.836	25.919	0.127	0.055	-0.008
Si	51.941	11.233	24.046	-0.045	0.036	-0.046
Si	41.925	10.511	28.292	0.023	-0.01	0.055
Si	47.71	4.053	25.874	-0.11	-0.181	-0.056
Si	53.048	11.977	30.377	-0.13	-0.002	0.074
Si	43.446	3.101	26.6	0.011	0.029	0.016
Si	49.919	6.656	29.117	-0.114	-0.147	0.092
Si	43.968	10.473	30.686	0.146	-0.089	0.02
Si	50.314	14.935	5.414	0.007	-0.003	0
Si	53.04	1.324	5.414	0.017	-0.007	0.009
Si	50.321	4.036	5.446	0.011	-0.001	0.007
Si	53.013	6.772	5.422	-0.007	0	0.012
Si	50.298	9.507	5.422	-0.013	0.005	0.002
Si	53.022	12.243	5.386	-0.002	-0.007	0
Si	55.73	14.956	5.378	-0.004	0.005	0.008
Si	58.488	1.352	5.386	0.02	0.01	0
Si	55.751	4.071	5.388	0.007	0.003	0.006
Si	42.129	6.734	5.573	0.008	0.008	0.005
Si	55.711	9.533	5.428	-0.013	0.004	0.01
Si	58.453	12.264	5.419	-0.016	-0.005	0.011
Si	44.863	14.901	5.485	0	0	-0.008
Si	47.601	1.303	5.469	0.009	0.001	0.007
Si	44.859	3.993	5.54	0.019	-0.005	0.006
Si	47.614	6.76	5.547	-0.003	-0.001	0.023
Si	44.874	9.485	5.554	-0.015	-0.006	0.012
Si	47.581	12.19	5.437	-0.004	-0.019	0
Si	51.674	16.295	6.784	-0.007	0.004	-0.004
Si	54.407	2.699	6.761	-0.003	-0.007	0
Si	51.679	5.406	6.803	0	0.006	-0.002
Si	54.365	8.155	6.78	0	0.011	-0.003
Si	51.677	10.871	6.768	0.005	0.001	-0.007
Si	54.386	13.593	6.759	-0.001	-0.002	-0.007
Si	57.11	16.315	6.739	-0.013	0.001	-0.004
Si	43.509	2.657	6.916	-0.001	0.005	-0.004
Si	40.781	5.406	6.96	-0.002	-0.01	-0.006
Si	59.831	8.146	6.766	0.007	-0.005	0.003
Si	57.105	10.881	6.771	0.007	-0.001	-0.002
Si	59.835	13.62	6.757	0.004	-0.001	-0.003
Si	46.238	16.267	6.838	0.004	0.01	-0.009
Si	48.963	2.678	6.819	-0.012	-0.001	-0.002
Si	46.228	5.389	6.871	-0.011	0.016	0
Si	48.986	8.147	6.847	-0.004	-0.011	-0.006
Si	46.249	10.861	6.865	-0.011	-0.004	0
Si	48.961	13.563	6.783	0.001	0.009	-0.006
Si	50.33	1.324	8.173	0.004	0.002	0
Si	53.055	4.05	8.146	0.001	0.002	-0.005
Si	50.347	6.775	8.186	0.011	0.02	0.004
Si	53.027	9.515	8.15	-0.004	-0.009	0.005
Si	50.329	12.22	8.154	-0.008	-0.012	-0.002
Si	53.043	14.945	8.144	-0.003	-0.001	-0.002
Si	55.771	1.353	8.126	0.002	0.003	0
Si	42.159	4.033	8.279	-0.001	-0.003	0.005
Si	55.752	6.799	8.126	0.005	0.005	-0.009
Si	58.478	9.52	8.119	0.008	0.009	-0.004
Si	55.748	12.239	8.131	-0.003	-0.004	-0.003
Si	58.474	14.971	8.116	0.012	0	-0.005
Si	44.9	1.306	8.236	-0.013	-0.004	-0.002
Si	47.616	4.038	8.205	0.008	0.001	-0.007
Si	44.881	6.755	8.24	-0.013	-0.018	-0.002
Si	47.615	9.494	8.209	0.005	-0.003	-0.002
Si	44.887	12.216	8.231	0.003	-0.004	-0.003
Si	47.617	14.914	8.182	-0.012	-0.005	-0.002
Si	48.979	16.28	9.544	-0.006	0.003	-0.006
Si	51.698	2.696	9.519	-0.005	-0.007	-0.003
Si	48.982	5.414	9.548	-0.008	0.007	-0.005
Si	51.703	8.145	9.534	0	-0.001	0.003
Si	48.99	10.86	9.544	0.001	0.001	-0.002
Si	51.692	13.582	9.517	0.008	0.003	-0.003
Si	54.413	16.312	9.493	0.001	0.003	-0.006
Si	40.797	2.69	9.642	-0.007	-0.004	0.006
Si	54.413	5.428	9.498	-0.005	-0.001	-0.003
Si	57.122	8.159	9.482	0.003	0.001	-0.003
Si	54.403	10.872	9.503	-0.001	-0.003	-0.002
Si	57.124	13.6	9.479	-0.003	0.003	-0.004
Si	43.532	16.29	9.606	-0.001	-0.001	0.003
Si	46.266	2.68	9.581	-0.004	0.002	-0.003
Si	43.533	5.403	9.615	0.006	0.015	0.001
Si	46.259	8.128	9.572	-0.008	0	-0.003
Si	43.538	10.853	9.602	-0.004	-0.001	0.003
Si	46.265	13.571	9.573	-0.006	0.002	-0.004
Si	50.348	14.93	10.907	-0.003	0.001	0.005
Si	53.064	1.343	10.876	0.006	0.003	0.001
Si	50.355	4.059	10.898	0.009	-0.003	0.003
Si	53.073	6.785	10.88	0.005	0.008	0.004
Si	50.35	9.499	10.903	-0.004	-0.004	0.006
Si	53.055	12.226	10.88	-0.006	0.002	0.004
Si	55.78	14.959	10.852	-0.001	-0.003	0.002
Si	42.176	1.329	10.974	0	0.008	-0.002
Si	39.441	4.06	10.994	0.005	0.006	-0.005
Si	58.492	6.803	10.835	-0.004	0.013	0.001
Si	55.775	9.515	10.859	0.001	0.003	0.007
Si	58.491	12.239	10.833	0.009	-0.004	0
Si	44.909	14.93	10.94	-0.008	0.004	-0.007
Si	47.637	1.321	10.928	0.001	-0.009	0.002
Si	44.912	4.044	10.953	-0.008	-0.003	0
Si	47.629	6.771	10.923	-0.005	0.001	0.001
Si	44.914	9.489	10.946	0.004	-0.004	-0.004
Si	47.638	12.209	10.92	-0.007	-0.007	-0.006
Si	51.717	16.302	12.255	0.004	0.001	-0.002
Si	54.428	2.72	12.218	-0.004	-0.003	-0.005
Si	51.719	5.428	12.251	0.003	0.007	0
Si	54.437	8.146	12.237	0.001	-0.01	0.002
Si	51.714	10.859	12.259	0.004	-0.004	0
Si	54.431	13.594	12.221	0.007	0.007	-0.007
Si	57.146	16.328	12.203	0.003	-0.002	0.002
Si	43.544	2.693	12.316	-0.003	-0.009	0
Si	40.818	5.415	12.33	-0.006	0.005	0.003
Si	59.855	8.168	12.189	-0.005	-0.001	0.004
Si	57.147	10.876	12.211	-0.001	0.008	0
Si	59.863	13.602	12.178	-0.001	0.001	0.001
Si	46.275	16.283	12.295	-0.017	-0.002	-0.001
Si	49.009	2.694	12.269	-0.007	0.006	0.002
Si	46.28	5.412	12.299	-0.003	0.004	-0.004
Si	48.999	8.135	12.27	-0.008	0.006	0.001
Si	46.294	10.844	12.292	-0.001	0.007	-0.005
Si	49.003	13.56	12.282	-0.014	-0.009	0
Si	50.381	1.352	13.634	0.001	-0.008	0.009
Si	53.098	4.083	13.603	0.007	-0.014	0.002
Si	50.364	6.78	13.626	-0.004	0.007	0.005
Si	53.084	9.498	13.606	-0.003	0.013	0.001
Si	50.359	12.193	13.649	-0.003	0	0.011
Si	53.085	14.938	13.606	0.012	-0.006	0.001
Si	55.789	1.367	13.571	0	0.007	0
Si	42.184	4.055	13.677	-0.001	0.006	-0.004
Si	55.799	6.808	13.616	-0.006	0.016	0.011
Si	58.509	9.52	13.577	-0.001	0.001	0.01
Si	55.799	12.241	13.577	0.002	-0.002	0.006
Si	58.522	14.971	13.543	0.005	-0.008	0.007
Si	44.912	1.324	13.653	-0.006	0.008	-0.006
Si	47.655	4.05	13.642	-0.007	-0.005	0
Si	44.936	6.776	13.678	0.015	-0.023	0.01
Si	47.661	9.486	13.657	-0.004	0.001	0.005
Si	44.938	12.215	13.637	-0.007	-0.004	-0.008
Si	47.643	14.916	13.642	-0.011	0.007	0.004
Si	49.014	16.289	14.968	-0.001	0.014	-0.001
Si	51.756	2.735	14.983	0.002	0.008	-0.003
Si	49.023	5.412	14.999	0.005	-0.008	0.012
Si	51.725	8.147	14.982	0.001	-0.007	0.007
Si	49.024	10.819	15.047	-0.009	-0.007	0.001
Si	51.747	13.554	14.973	0.008	-0.005	-0.003
Si	54.443	16.325	14.946	-0.011	-0.005	-0.002
Si	57.151	2.746	14.909	0	-0.002	-0.001
Si	54.441	5.445	14.987	-0.019	0.007	-0.001
Si	57.17	8.17	14.977	0.006	0.001	0.004
Si	54.464	10.86	14.943	0	0.003	0.002
Si	57.173	13.617	14.912	0.004	0.008	-0.002
Si	43.57	16.284	15.032	0.004	0.01	0.005
Si	46.282	2.689	14.986	-0.006	-0.002	-0.001
Si	43.547	5.424	15.02	-0.006	-0.005	0.006
Si	46.326	8.123	15.035	-0.009	0.009	-0.001
Si	43.585	10.882	15.009	0.019	0.001	0.003
Si	46.301	13.541	15.017	0.003	-0.004	0.008
O	59.079	10.97	24.623	-0.063	-0.166	0.271
O	3.001	6.673	31.912	-0.147	0.517	0.086
O	56.513	13.317	32.908	0.048	-0.039	-0.501
O	-0.941	12.471	23.169	0.318	0.324	0.043
O	62.596	10.915	22.148	-0.111	0.026	0.102
O	59.225	16.122	32.876	0.199	-0.08	-0.263
O	-2.157	7.649	29.426	-0.038	-0.088	-0.25
O	5.311	13.497	22.046	0.118	-0.096	0.204
O	62.254	3.974	22.94	-0.204	0.255	0.235
O	59.035	7.319	22.832	0.297	0.495	-0.14
O	0.731	4.666	26.489	0.292	-0.282	0.133
O	-2.4	5.016	29.441	-0.423	0.119	-0.304
O	62.535	16.111	22.036	0.015	0.091	0.345
O	58.407	17.256	23.145	-0.373	-0.679	0.177
O	-1.155	3.785	24.782	-0.007	0.195	0.232
O	4.967	5.218	32.823	-0.178	0.059	-0.598
O	1.584	4.22	23.326	0.038	-0.256	0.499
O	-2.247	12.887	31.89	0.154	0.188	-0.287
O	2.739	16.403	21.928	-0.273	0.013	0.305
O	6.591	10.108	31.869	-0.304	0.004	-0.431
O	60.931	14.364	23.044	-0.435	-0.344	0.061
O	9.884	12.653	22.912	0.264	0.284	0.001
O	2.669	16.589	29.195	0.233	0.292	-0.426
O	8.163	10.858	22.063	0.217	0.083	0.124
O	6.923	8.808	23.013	0.49	-0.002	0.227
O	1.64	11.57	24.968	-0.413	-0.133	0.221
O	4.568	5.899	29.949	0.114	-0.468	0.085
O	6.843	3.58	31.903	-0.009	0.08	-0.227
O	3.293	12.051	22.886	0.048	0.086	0.344
O	59.24	5.827	24.969	-0.178	-0.521	0.204
O	0.76	16.192	27.457	0.13	-0.084	-0.095
O	61.882	8.067	32.904	-0.093	-0.066	-0.371
O	-3.205	2.617	32.933	0.036	-0.044	-0.298
O	6.222	3.931	23.051	0.033	-0.512	0.253
O	59.81	4.736	29.519	0.549	-0.166	-0.219
O	4.325	10.508	29.664	-0.184	-0.235	0.401
O	-2.265	8.47	24.951	-0.086	0.061	-0.333
O	1.339	12.388	27.496	0.07	-0.412	0.036
O	-1.756	6.601	23.151	-0.304	-0.183	0.25
O	55.735	17.429	27.571	-0.039	-0.054	0.111
O	59.33	8.434	25.157	-0.187	0.106	0.635
O	6.618	10.954	25.29	0.244	-0.021	-0.526
O	60.865	14.333	31.944	-0.15	0.157	-0.407
O	2.403	7.309	29.503	-0.086	0.163	0.194
O	55.049	15.659	23.307	0.315	0.108	0.275
O	55.071	8.486	29.175	0.602	0.438	-0.174
O	55.598	3.684	28.02	-0.266	-0.046	0.071
O	0.298	16.81	30.001	-0.031	0.665	0.006
O	4.543	7.976	22.742	-0.168	0.308	-0.025
O	4.749	17.54	23.149	0.299	0.533	0.385
O	3.056	12.762	29.481	0.239	0.465	-0.1
O	-1.296	17.413	32.036	-0.066	0.153	-0.424
O	3.986	4.885	24.217	-0.271	-0.018	0.178
O	59.804	13.473	25.228	0.047	0.261	0.739
O	55.942	14.721	29.612	0.145	0.421	0.017
O	0.158	15.22	32.077	-0.214	-0.284	-0.068
O	2.081	13.545	32.803	-0.069	0.163	-0.401
O	56.45	6.543	30.275	0.053	-0.21	0.399
O	3.633	11.66	31.867	0.188	-0.369	-0.117
O	-2.712	2.401	29.347	0.196	-0.086	-0.142
O	57.413	11.016	27.404	0.507	-0.535	-0.058
O	1.163	7.249	27.191	-0.3	0.158	-0.2
O	-1.512	10.893	25.336	0.201	-0.269	0.055
O	3.565	16.894	31.748	0.126	-0.563	0.114
O	57.836	11.15	32.184	0.528	-0.331	-0.058
O	62.374	13.014	24.819	0.09	-0.045	0.175
O	2.153	4.785	30.194	0.348	-0.685	-0.157
O	0.831	9.54	31.473	0.147	-0.284	-0.094
O	60.756	9.486	23.216	-0.211	-0.17	0.033
O	55.507	6.281	27.82	-0.394	0.328	-0.359
O	3.059	9.045	27.739	0.003	0.18	-0.389
O	-2.078	6.254	31.742	-0.173	-0.452	0.135
O	4.682	15.303	29.888	-0.153	-0.234	-0.429
O	57.857	5.1	27.774	-0.091	-0.352	-0.232
O	60.144	2.359	30.516	-0.042	-0.495	0.408
O	57.564	8.899	30.787	-0.046	-0.014	0.058
O	5.545	8.524	25.208	-0.091	-0.338	0.417
O	52.932	14.518	24.549	0.229	-0.088	0.135
O	60.877	11.872	30.953	-0.181	0.065	0.35
O	58.043	3.802	31.25	-0.272	0.617	0.006
O	61.908	6.115	25.221	0.065	-0.229	0.228
O	57.299	17.781	32.204	-0.015	-0.449	-0.357
O	-1.854	15.499	30.361	-0.184	-0.446	0.305
O	2.002	9.804	23.083	-0.136	-0.075	0.277
O	0.08	8.251	22.217	-0.117	-0.203	0.277
O	0.342	4.34	32.056	-0.546	0.038	-0.041
O	57.53	2.971	24.57	0.577	0.46	-0.198
O	-1.364	10.108	29.965	-0.398	0.312	0.072
O	57.203	16.845	25.412	-0.033	-0.432	-0.032
O	2.745	6.19	22.326	-0.27	0.107	-0.429
O	56.592	11.138	29.906	-0.594	0.025	0.035
O	0.759	9.264	28.867	-0.301	-0.007	-0.232
O	1.053	14.367	29.271	-0.442	0.052	-0.007
O	60.32	2.182	27.923	-0.298	0.237	0.112
O	1.861	6.37	24.844	0.191	0.566	-0.045
O	61.251	10.145	25.774	-0.107	0.048	0.389
O	-0.731	10.929	32.829	0.144	-0.11	-0.437
O	9.161	13.157	28.371	0.396	0.206	0.117
O	-2.506	15.617	27.727	0.395	-0.14	0.005
O	56.516	7.949	33.192	-0.03	-0.019	-0.136
O	0.329	2.117	26.185	0.319	0.061	0.177
O	60.805	3.851	25.918	0.196	-0.005	0.118
O	61.141	16.508	29.514	-0.321	0.049	0.057
O	55.769	13.035	27.507	-0.523	0.286	-0.008
O	3.897	15.358	24.265	-0.1	-0.215	0.246
O	-0.333	13.174	25.605	-0.375	0.442	0.111
O	53.674	2.125	22.648	0.127	0.447	-0.159
O	36.305	12.069	27.365	-0.064	0.044	-0.055
O	5.21	10.255	27.214	0.463	0.274	0.311
O	60.047	2.714	22.189	-0.092	0.064	0.642
O	0.69	11.746	29.934	0.019	0.018	0.326
O	3.996	10.505	24.815	-0.014	-0.294	0.107
O	62.116	17.804	26.211	0.139	0.343	-0.175
O	2.107	2.519	32.773	-0.168	-0.047	-0.205
O	36.65	16.547	26.422	-0.333	0.325	0.013
O	38.222	8.579	25.237	0.403	-0.604	0.442
O	-0.115	6.074	30.099	0.464	0.372	-0.056
O	60.284	6.047	27.33	0.439	0.49	0.214
O	34.946	18.268	29.694	-0.319	-0.75	-0.188
O	-0.497	3.5	22.167	-0.225	-0.163	-0.37
O	60.42	4.45	32.076	0.087	0.605	-0.08
O	61.622	15.423	25.372	-0.168	0.331	-0.086
O	-1.686	17.973	23.242	0.009	-0.279	0.691
O	44.264	4.19	25.747	0.116	-0.148	-0.068
O	56.15	4.842	25.741	-0.201	0.567	-0.106
O	25.891	11.771	32.113	0.134	0.434	-0.439
O	22.745	4.132	23.521	-0.275	-0.414	0.211
O	6.173	6.353	23.96	0.328	-0.173	-0.146
O	5.464	12.842	30.451	0.113	-0.094	0.139
O	-2.128	9.423	27.469	0.425	-0.131	0.087
O	54.896	15.172	31.999	-0.087	0.723	0.14
O	10.267	10.662	24.587	-0.225	-0.266	-0.037
O	19.536	7.075	32.382	-0.617	0.163	-0.203
O	7.713	13.248	32.901	0.13	-0.151	-0.478
O	15.506	12.334	23.088	0.301	0.013	0.003
O	13.559	10.897	22.128	0.124	-0.114	0.291
O	12.102	14.446	32.007	-0.303	-0.056	-0.232
O	13.178	10.219	29.495	0.258	0.429	-0.015
O	14.268	2.383	29.237	-0.019	-0.116	-0.283
O	21.628	13.514	22.194	0.165	-0.023	0.609
O	12.879	4.593	22.721	0.719	0.305	0.062
O	8.133	5.434	21.992	-0.013	-0.102	0.197
O	17.193	6.606	27.676	0.391	0.651	-0.187
O	13.458	4.968	29.238	0.459	-0.061	0.345
O	13.526	16.45	22.119	0.037	0.112	0.465
O	8.591	10.888	27.247	0.276	-0.48	-0.123
O	17.675	15.879	25.735	-0.006	0.101	0.557
O	21.389	5.316	33.156	-0.202	0.279	-0.414
O	17.206	3.612	22.916	0.347	0.093	0.28
O	42.045	6.281	27.777	-0.117	0.39	-0.15
O	17.815	14.717	23.361	-0.46	-0.537	0.03
O	22.278	9.459	32.018	-0.452	0.526	-0.082
O	12.02	14.596	23.167	-0.594	0.002	0.09
O	26.157	12.006	23.114	0.555	0.05	-0.005
O	24.598	18.186	25.706	0.418	0.626	-0.098
O	24.207	10.793	22.145	-0.235	-0.03	0.098
O	22.515	9.055	23.123	0.093	0.33	0.255
O	17.869	11.275	25.031	-0.206	-0.46	0.156
O	22.341	10.924	25.876	0.179	-0.238	-0.309
O	22.94	3.446	32.046	-0.146	0.194	-0.552
O	19.532	12.1	22.999	-0.221	0.428	0.194
O	10.996	5.607	24.18	-0.051	-0.401	0.074
O	32.691	9.993	29.626	0.022	0.514	-0.086
O	13.198	8.008	32.7	0.238	0.063	-0.169
O	13.092	2.649	32.891	0.075	0.138	-0.28
O	22.191	16.314	29.954	-0.1	-0.057	-0.561
O	10.722	5.194	29.678	0.206	0.066	0.083
O	21.245	9.774	29.645	0.197	0.069	0.075
O	12.506	9.837	25.641	-0.111	0.401	0.415
O	17.649	12.235	27.539	0.319	-0.565	-0.01
O	14.871	6.494	23.021	-0.009	-0.175	-0.045
O	7.421	18.53	29.768	0.376	-0.4	-0.32
O	10.611	8.1	25.142	-0.167	0.063	0.696
O	28.753	3.513	26.026	0.074	-0.434	-0.093
O	9.566	7.359	22.907	0.285	0.468	0.101
O	49.616	11.632	28.053	0.521	0.083	-0.589
O	20.079	12.043	29.261	-0.123	0.226	-0.449
O	26.94	14.466	28.22	-0.21	-0.096	-0.425
O	5.292	8.256	28.94	0.318	0.104	0.217
O	5.73	3.429	28.132	-0.228	0.024	-0.06
O	18.698	4.741	28.705	-0.34	-0.274	-0.251
O	20.556	7.309	23.216	-0.338	0.024	0.356
O	20.392	16.829	31.959	-0.101	-0.091	-0.415
O	15.543	13.404	28.533	-0.14	-0.441	-0.068
O	14.99	17.627	31.637	0.065	-0.397	-0.109
O	15.419	3.413	24.848	-0.703	0.433	-0.152
O	11.112	13.126	25.151	-0.199	0.202	0.761
O	7.13	14.507	29.338	0.095	0.071	0.088
O	17.177	15.28	31.827	-0.381	0.11	0.014
O	18.65	13.443	32.903	-0.013	0.05	-0.391
O	8.554	8.921	30.566	0.401	0.056	-0.319
O	20.596	12.071	31.852	0.445	-0.497	-0.126
O	11.597	9.801	31.535	-0.2	-0.093	-0.232
O	23.796	14.805	22.991	0.156	0.341	0.065
O	7.918	15.249	26.962	0.44	-0.068	-0.079
O	-1.105	16.281	25.633	-0.045	-0.183	-0.496
O	14.415	9.346	27.389	0.316	-0.096	0.057
O	46.481	7.953	28.754	0.467	-0.252	-0.101
O	9.052	11.096	32.121	0.353	0.053	-0.235
O	13.656	13.145	24.688	0.021	-0.069	0.114
O	6.881	12.875	27.169	-0.406	-0.097	-0.149
O	29.187	6.744	30.074	-0.157	0.257	0.193
O	16.565	5.759	29.986	-0.515	0.265	-0.164
O	17.506	9.512	31.602	0.439	-0.209	-0.321
O	11.89	9.178	23.12	0.134	-0.524	0.048
O	5.805	6.021	27.681	-0.312	0.305	-0.368
O	19.005	16.46	21.977	-0.324	0.21	-0.152
O	15.054	15.94	25.332	0.142	-0.209	-0.281
O	43.929	3.046	22.126	0.345	0.03	0.416
O	31.949	14.284	29.501	0.192	-0.037	-0.354
O	20.103	15.612	24.541	0.45	-0.305	0.09
O	25.701	13.766	24.787	0.325	0.458	0.255
O	8.748	6.207	25.241	-0.616	0.054	0.075
O	8.58	12.573	25.2	-0.235	0.313	-0.216
O	45.253	10.089	29.78	0.107	0.117	-0.374
O	9.131	6.589	31.58	0.589	-0.521	-0.147
O	29.662	10.131	25.695	0.161	0.123	0.097
O	5.989	4.287	25.653	0.085	-0.531	0.105
O	58.804	7.108	29.301	0.375	0.33	-0.05
O	9.354	3.44	30.991	0.053	0.261	-0.078
O	14.531	8.337	24.921	-0.011	0.295	-0.414
O	8.308	17.701	32.114	-0.101	-0.409	-0.278
O	54.051	18.365	29.419	-0.361	0.555	-0.046
O	16.321	8.272	22.003	-0.05	0.08	0.398
O	28.744	5.046	28.136	0.001	-0.029	-0.458
O	2.174	14.039	25.666	0.305	-0.03	0.663
O	17.871	14.08	29.51	0.815	-0.166	-0.12
O	44.45	6.195	29.144	0.41	-0.229	0.513
O	30.375	12.2	29.736	0.438	-0.237	-0.272
O	15.849	9.474	29.544	0.053	-0.173	-0.083
O	8.222	17.612	25.887	0.128	0.144	-0.119
O	18.902	5.496	22.254	-0.121	0.079	0.326
O	7.958	11.284	29.774	-0.639	0.168	-0.226
O	18.564	9.859	29.235	-0.128	-0.201	-0.162
O	15.809	4.312	27.296	-0.145	-0.221	0.56
O	13.337	17.645	26.251	0.334	0.148	0.087
O	37.536	11.191	25.366	-0.171	0.043	-0.753
O	30.79	3.421	27.66	0.181	0.127	0.617
O	33.007	9.084	32.052	0.398	-0.366	-0.345
O	15.783	10.861	32.859	-0.021	-0.106	-0.139
O	10.332	5.299	27.064	0.26	-0.213	-0.026
O	14.082	15.547	27.734	-0.353	0.085	0.286
O	7.57	8.021	33.036	-0.166	-0.029	0.031
O	18.849	7.099	29.796	-0.197	0.676	-0.306
O	12.387	3.505	25.033	0.206	-0.079	-0.198
O	15.88	15.762	29.615	-0.103	0.653	-0.319
O	14.878	10.886	25.28	0.311	-0.149	-0.056
O	23.644	8.535	29.93	0.192	-0.497	0.033
O	16.16	13.132	25.528	-0.139	0.601	0.096
O	55.443	9.957	32.036	-0.635	0.052	-0.425
O	39.057	3.689	23.229	-0.109	0.288	0.559
O	10.517	10.846	29.196	0.09	-0.346	-0.239
O	25.42	8.911	27.971	-0.057	0.235	-0.371
O	22.468	12.766	30.025	0.08	-0.163	0.214
O	20.158	10.219	24.615	0.189	-0.243	-0.086
O	33.591	7.913	28.29	-0.277	-0.098	0.035
O	18.696	18.805	32.831	-0.031	0.163	-0.563
O	12.046	12.274	30.634	-0.545	0.32	-0.118
O	11.983	6.896	28.154	0.009	0.523	-0.396
O	24.883	15.805	29.564	0.05	0.093	0.256
O	36.903	13.58	29.968	0.351	0.27	-0.548
O	60.13	9.565	31.736	-0.089	-0.159	0.04
O	33.097	4.603	32.116	0.223	0.307	-0.114
O	11.375	4.58	32.171	-0.274	0.534	0.217
O	12.502	15.266	25.666	-0.317	0.219	0.332
O	14.903	2.34	22.553	-0.095	0.181	0.178
O	49.827	2.439	22.7	0.077	-0.517	-0.026
O	7.936	4.588	27.29	0.206	-0.15	0.477
O	21.415	7.373	30.567	0.444	-0.466	-0.277
O	18.795	13.604	25.585	0.663	-0.187	0.472
O	22.936	6.691	24.12	0.586	0.053	-0.076
O	43.759	9.414	31.897	-0.29	-0.268	-0.019
O	57.969	13.129	28.883	0.684	0.354	0.276
O	6.272	15.018	31.821	-0.186	0.38	0.068
O	51.169	5.615	25.413	0.466	-0.161	0.434
O	35.667	6.418	32.099	-0.653	0.582	-0.151
O	37.085	1.94	23.03	-0.369	0.101	0.129
O	32.189	12.217	23.058	0.23	0.258	0.271
O	30.007	10.857	22.363	-0.077	0.167	0.47
O	26.591	16.247	33.283	-0.111	-0.182	-0.33
O	27.624	4.372	32.196	0.383	0.107	-0.335
O	30.66	6.24	32.294	0.317	-0.486	-0.127
O	38.077	13.509	22.131	-0.001	-0.074	0.365
O	28.926	4.137	23.409	0.507	0.143	0.164
O	24.451	5.358	22.056	0.198	-0.267	-0.141
O	32.489	3.51	25.606	-0.384	-0.206	-0.185
O	26.87	5.58	29.932	-0.218	0.172	-0.233
O	29.858	16.252	22.047	0.058	-0.159	-0.011
O	25.171	17.402	23.205	-0.43	-0.023	-0.096
O	30.061	5.65	25.272	0.052	0.224	0.172
O	37.46	5.099	33.27	-0.002	-0.089	-0.391
O	37.507	18.36	29.809	0.112	-0.454	0.07
O	30.037	12.301	32.356	-0.005	0.668	-0.028
O	33.818	14.544	23.273	0.156	-0.598	-0.1
O	38.724	10.088	32.518	-0.407	0.066	-0.043
O	29.447	16.563	24.746	-0.211	0.462	-0.032
O	42.179	12.897	23.035	0.192	0.45	0.006
O	36.748	13.938	25.687	-0.173	0.092	-0.482
O	40.698	10.867	22.187	0.211	0.005	0.585
O	38.647	9.236	22.803	0.176	-0.217	0.392
O	34.486	11.492	24.609	0.176	0.076	0.642
O	37.771	5.868	30.601	0.524	-0.286	0.355
O	38.95	3.148	32.233	-0.317	-0.226	-0.329
O	36.415	11.725	22.889	-0.003	-0.013	0.48
O	28.165	9.523	23.573	-0.525	-0.225	0.18
O	35.662	14.732	27.977	-0.105	0.132	0.067
O	29.223	8.066	33.296	0.049	0.069	-0.21
O	29.228	2.582	33.123	-0.082	0.06	-0.248
O	57.184	15.237	27.41	0.503	0.271	0.079
O	36.149	9.33	23.904	-0.389	-0.323	0.217
O	37.758	8.374	29.783	0.007	0.363	0.36
O	56.604	18.441	29.836	0.216	-0.526	0.058
O	32.695	16.626	30.464	0.256	0.106	-0.324
O	30.841	6.499	22.986	-0.633	-0.099	0.042
O	23.994	10.856	29.011	-0.22	-0.028	-0.295
O	16.715	17.591	24.048	0.162	-0.365	-0.422
O	38.167	2.2	25.383	-0.32	0.409	0.317
O	25.948	6.975	23.42	0.425	0.45	0.18
O	28.636	15.003	32.516	0.672	-0.43	0.062
O	35.38	6.292	29.557	-0.181	-0.042	0.118
O	39.886	14.946	23.211	0.366	-0.304	0.261
O	27.476	11.559	25.227	0.129	0.266	0.452
O	15.162	3.81	31.157	-0.51	0.153	0.18
O	34.511	14.821	30.296	0.417	0.098	0.086
O	37.198	7.076	23.181	0.308	-0.284	0.385
O	29.478	14.648	30.234	0.206	-0.004	0.066
O	34.113	10.473	27.542	-0.036	0.096	-0.64
O	30.794	17.063	32.208	-0.294	-0.325	-0.232
O	37.215	4.862	26.28	0.052	0.116	-0.404
O	29.685	13.885	27.861	0.347	-0.474	-0.526
O	27.422	5.531	25.028	-0.009	0.171	0.063
O	32.651	14.608	32.096	-0.5	-0.113	0.055
O	34.661	13.355	33.17	0.107	-0.126	-0.421
O	16.976	11.722	30.068	-0.202	0.29	0.367
O	36.68	12.095	32.15	0.043	-0.524	-0.247
O	38.931	11.991	30.798	0	-0.023	-0.404
O	42.806	16.02	32.937	-0.096	0.061	-0.347
O	31.382	17.781	23.434	0.115	0.205	0.136
O	31.552	7.767	30.341	0.353	-0.184	-0.143
O	30.56	10.015	31.178	-0.39	-0.196	-0.058
O	36.29	17.748	31.948	0.121	-0.58	-0.433
O	24.084	13.435	33.043	-0.167	-0.088	-0.225
O	21.353	4.443	28.638	0.565	0.342	0.259
O	6.416	15.485	23.12	0.528	-0.053	0.291
O	50.847	10.33	23.266	-0.187	0.221	0.228
O	34.881	6.019	27.014	-0.501	0.223	-0.432
O	31.269	17.647	26.149	-0.036	-0.407	0.226
O	11.901	2.989	30.172	0.08	-0.652	0.426
O	20.28	3.72	26.471	-0.144	0.316	-0.428
O	35.429	16.339	22.288	-0.179	-0.116	0.526
O	53.89	6.242	29.931	-0.043	-0.51	0.184
O	23.115	13.358	25.021	-0.5	0.258	-0.365
O	56.988	7.343	24.496	-0.147	-0.355	0.183
O	27.238	9.6	32.584	-0.119	-0.076	-0.115
O	57.223	12.633	25.328	-0.383	0.521	-0.037
O	38.819	17.557	27.725	0.214	-0.253	0.089
O	32.698	5.906	24.732	0.569	0.192	0.156
O	47.864	9.542	24.248	-0.271	-0.067	0.034
O	25.779	6.206	32.232	0.25	0.18	-0.332
O	49.389	13.076	30.269	-0.017	-0.105	0.417
O	7.08	6.706	29.962	-0.217	-0.313	-0.043
O	30.414	17.385	29.545	0.39	-0.042	-0.389
O	24.801	17.947	32.39	0.078	-0.253	-0.319
O	22.413	5.107	26.094	-0.126	0.556	0.282
O	55.165	11.005	25.939	-0.187	-0.008	-0.118
O	34.246	10.253	22.5	-0.105	0.235	-0.084
O	52.422	3.434	24.554	-0.325	-0.231	0.394
O	32.654	8.186	22.108	-0.106	-0.09	0.562
O	26.87	16.73	25.024	0.176	0.194	0.084
O	42.064	3.808	27.048	-0.293	-0.34	0.526
O	23.446	16.8	27.725	0.18	-0.341	-0.136
O	43.027	18.136	25.749	-0.023	-0.217	0.312
O	28.16	14.607	25.913	0.058	-0.5	-0.033
O	35.335	5.447	22.254	-0.125	-0.113	0.266
O	28.184	11.239	30.798	0.07	0.307	-0.369
O	31.67	9.394	27.284	-0.175	-0.096	0.297
O	20.954	17.74	23.14	0.444	0.427	0.276
O	9.413	7.167	28.881	-0.011	0.213	-0.218
O	41.307	12.713	25.524	-0.124	0.491	-0.074
O	42.711	10.647	29.695	-0.361	0.266	0.016
O	10.781	18.009	25.898	-0.001	-0.329	0.135
O	15.07	6.23	32.057	-0.104	0.13	-0.404
O	35.269	8.365	0.113	0.013	0.101	-0.288
O	40.047	2.345	29.904	0.412	0.075	-0.174
O	47.296	5.979	31.919	-0.032	0.199	-0.227
O	24.065	7.936	33.09	0.058	0.188	-0.546
O	24.808	5.05	24.899	-0.025	-0.584	0.213
O	17.799	3.532	25.865	0.322	0.299	-0.427
O	54.907	2.631	25.006	-0.016	-0.225	0.319
O	61.435	9.68	29.455	-0.257	-0.217	-0.347
O	43.385	11.235	24.528	-0.378	-0.4	0.213
O	32.8	13.223	25.342	-0.112	0.097	0.541
O	1.501	16.463	24.954	0.112	0.375	-0.164
O	16.021	6.221	25.378	0.616	-0.113	-0.263
O	38.094	9.797	27.58	0.408	0.136	0.349
O	27.099	2.644	22.319	0.132	-0.094	0.162
O	38.211	14.3	32.073	-0.198	0.443	-0.313
O	42.376	5.028	30.015	0.01	-0.61	-0.242
O	46.982	3.346	27.134	0.161	0.226	0.478
O	34.536	2.669	33.193	-0.154	-0.02	-0.211
O	49.692	8.733	32.109	-0.052	-0.404	-0.119
O	25.994	9.81	30.341	0.131	-0.416	0.16
O	42.538	7.212	23.02	0.398	0.262	-0.028
O	55.648	4.203	23.179	-0.257	0.26	0.111
O	34.916	4.357	25.104	0.432	-0.035	-0.485
O	35.371	3.528	27.62	0.492	-0.108	-0.074
O	42.957	10.387	27.068	-0.133	0.556	-0.166
O	-0.242	3.508	29.637	0.341	-0.393	-0.003
O	57.301	11.045	21.852	-0.068	-0.246	0.36
O	52.964	11.762	22.938	0.244	0.007	0.073
O	24.997	13.203	29.457	0.255	-0.236	0.168
O	36.088	8.169	27.782	0.005	-0.186	-0.771
O	47.261	10.357	28.031	0.128	-0.004	-0.323
O	26.816	14.509	30.783	-0.184	-0.386	0.715
O	34.603	12.544	29.169	-0.445	-0.165	0.184
O	28.707	16.33	27.843	-0.162	0.196	-0.289
O	48.175	12.029	23.201	0.625	0.473	0.152
O	16.171	17.946	26.604	-0.077	-0.301	0.705
O	52.342	7.108	31.941	-0.206	0.429	-0.087
O	43.41	10.774	0.091	0.313	0.284	-0.177
O	46.018	11.465	24.432	-0.244	0.537	0.086
O	46.378	10.799	21.769	-0.011	-0.04	0.053
O	40.774	17.474	32.121	0.027	-0.18	-0.489
O	44.119	8.139	27.658	-0.506	0.151	0.539
O	48.166	15.609	26.449	-0.108	-0.204	0.296
O	54.488	13.561	22	0.145	-0.054	0.312
O	45.923	5.158	22.183	0.118	0.105	0.556
O	40.79	5.446	22.237	0.185	-0.088	0.143
O	47.387	7.03	23.339	-0.074	0.14	0.455
O	19.599	2.682	29.959	0.234	-0.128	0.186
O	46.223	16.196	21.968	0.076	0.181	0.041
O	42.236	17.881	23.235	-0.333	0.148	0.185
O	48.629	3.052	25.032	0.242	0.071	0.144
O	53.881	5.238	32.882	-0.252	-0.15	-0.242
O	50.696	4.802	22.994	-0.34	0.532	0.013
O	46.631	12.578	32.073	0.168	-0.014	-0.15
O	50.585	14.522	23.227	-0.451	-0.171	0.203
O	25.309	3.86	31.057	0.019	0.054	-0.27
O	44.861	14.202	22.915	-0.239	-0.535	0.035
O	58.55	12.963	23.037	0.242	0.626	0.044
O	51.606	17.62	29.455	-0.112	0.533	-0.305
O	24.865	11.484	25.563	0.185	-0.608	0.321
O	47.392	12.971	27.973	-0.097	0.162	-0.328
O	34.441	15.292	25.711	0.054	0.532	-0.092
O	51.769	12.352	29.459	0.001	0.409	-0.513
O	55.558	3.433	31.934	-0.281	0.17	-0.38
O	13.61	14.349	29.969	-0.441	0.306	-0.304
O	41.466	16.159	24.937	0.139	-0.258	0.322
O	50.124	17.023	27.379	0.272	0.55	-0.124
O	45.594	7.817	32.838	0.008	-0.022	-0.416
O	45.528	2.576	32.9	-0.224	0.162	-0.456
O	61.781	13.865	29.559	-0.267	-0.298	-0.459
O	23.894	18.253	29.981	-0.043	0.34	-0.354
O	53.799	10.748	29.68	0.655	0.24	-0.049
O	45.755	6.186	26.872	0.307	0.112	0.161
O	49.66	17.033	24.747	0.491	-0.254	-0.307
O	38.903	12.84	26.763	-0.041	0.437	0.13
O	48.733	5.698	29.674	-0.292	-0.194	-0.353
O	42.698	8.286	25.411	-0.657	0.382	0.035
O	41.429	3.579	31.891	0.103	-0.102	0.327
O	42.024	5.774	25.195	-0.369	-0.406	-0.39
O	44.664	14.379	32.043	0.012	0.187	-0.462
O	51.28	6.11	29.789	0.141	-0.757	-0.223
O	6.419	17.213	27.796	-0.338	-0.198	-0.024
O	54.84	7.334	22.846	0.318	0.191	-0.384
O	38.636	3.817	28.258	0.078	0.139	0.349
O	50.078	15.521	29.546	0.513	-0.318	-0.138
O	52.932	17.497	31.738	0.194	-0.305	0.086
O	21.566	8.411	25.529	0.312	-0.396	0.326
O	53.989	13.263	30.437	0.348	-0.01	0.187
O	47.305	17.513	31.652	0.039	-0.331	-0.167
O	36.027	3.986	30.915	0.012	-0.069	-0.117
O	27.998	14.922	23.312	-0.396	-0.229	0.22
O	33.106	2.172	27.8	0.084	-0.401	-0.072
O	49.195	15.056	31.992	-0.327	0.295	0.008
O	51.055	13.402	32.875	0.217	-0.118	-0.121
O	40.354	9.568	30.624	-0.281	-0.138	0.069
O	52.659	11.583	31.903	-0.05	-0.328	0.043
O	49.02	17.952	29.663	0.256	0.331	0.12
O	58.414	6.678	31.946	0.166	-0.204	-0.289
O	50.191	6.794	27.541	0.417	0.177	-0.072
O	22.042	17.239	25.482	0.011	-0.117	0.178
O	48.219	11.589	25.864	0.049	0.049	-0.068
O	20.533	14.413	30.66	-0.32	0.062	-0.317
O	41.142	11.346	32.209	0.337	-0.003	-0.482
O	54.989	15.541	25.912	-0.175	-0.303	0.395
O	31.94	15.586	24.767	-0.177	-0.313	-0.108
O	31.846	2.736	30.934	-0.06	-0.05	0.156
O	44.452	2.633	27.781	-0.409	-0.117	0.336
O	44.706	9.451	23.132	-0.143	-0.569	0.279
O	44.011	16.262	24.251	0.245	0.373	-0.214
O	51.944	16.417	22.102	0.146	-0.111	0.553
O	19.481	17.943	25.295	-0.412	-0.092	-0.145
O	52.518	8.45	29.656	-0.455	0.44	0.272
O	49.279	7.464	25.13	0.237	0.152	0.335
O	51.265	12.506	24.787	-0.414	-0.006	0.625
O	-0.742	6.529	25.57	-0.095	0.071	0.352
O	31.332	5.171	30.12	-0.246	0.031	-0.658
O	39.959	10.539	25.938	0.422	-0.224	-0.207
O	27.523	7.35	28.078	0.196	0.018	0.182
O	41.877	6.151	32.303	0.295	0.113	-0.411
O	20.168	5.092	30.827	0.297	-0.38	0.371
O	39.891	5.213	26.463	-0.178	0.159	-0.411
O	40.007	7.089	29.855	0.209	-0.362	0.16
O	18.182	9.859	22.893	0.196	-0.264	0.393
O	44.499	6.487	24.591	0.279	0.04	-0.502
O	48.704	5.185	26.385	-0.157	-0.152	0.394
O	47.573	14.878	29.882	-0.332	0.327	0.037
O	13.958	7.716	29.556	0.185	-0.176	0.705
O	46.468	18.016	29.143	-0.211	-0.077	0.25
O	49.467	8.274	22.588	0.112	-0.491	-0.461
O	53.545	15.816	29.854	-0.201	-0.416	-0.457
O	49.489	4.552	31.976	0.421	0.304	-0.208
O	36.107	10.339	29.266	0.036	-0.076	0.43
O	5.948	16.457	25.421	-0.415	0.299	0.27
O	59.603	17.909	25.434	0.253	-0.14	-0.149
O	52.946	5.826	23.428	0.389	0.044	0.328
O	52.758	10.303	25.066	-0.196	-0.088	0.219
O	49.627	8.166	29.552	0.125	0.231	-0.319
O	22.69	2.81	27.179	0.234	0.088	0.238
O	43.865	4.438	32.144	0.246	0.115	-0.41
O	41.066	9.126	28.29	-0.016	-0.199	-0.521
O	33.374	3.89	23.108	-0.178	-0.451	-0.024
O	44.988	9.512	25.7	0.564	0.034	-0.007
O	43.605	13.788	25.132	-0.057	0.091	0.616
O	48.331	10.739	33.011	0.162	0.115	-0.409
O	45.998	14.953	25.223	0.303	-0.443	0.009
O	45.945	15.083	27.845	-0.666	0.096	0.179
O	40.161	7.955	33.17	0.059	0.103	-0.647
O	28.04	16.791	30.384	-0.31	0.213	0.108
O	53.469	9.507	27.385	-0.512	-0.167	0.02
O	45.5	13.325	29.779	-0.416	-0.202	-0.463
O	16.869	2.307	29.837	0.055	0.035	0.039
O	14.514	6.52	27.417	0.051	0.124	-0.259
O	46.125	17.299	26.564	-0.154	0.342	-0.559
O	57.386	5.508	21.945	-0.147	-0.093	0.384
O	56.004	9.504	23.258	0.37	0.492	0.338
O	13.413	5.922	24.998	-0.25	-0.081	0.408
O	53.187	17.083	24.765	-0.559	0.074	0.116
O	50.12	10.599	30.407	0.215	-0.038	0.197
O	4.846	17.954	29.772	-0.264	0.459	0.116
O	46.604	4.74	24.911	0.183	-0.09	-0.639
O	51.065	2.622	32.812	0.051	-0.146	-0.459
O	44.178	11.877	31.458	-0.476	0.105	0.341
O	42.421	7.713	29.972	0.236	0.266	0.19
O	10.976	2.883	22.119	-0.151	-0.011	0.457
O	47.564	17.802	23.254	-0.297	0.138	0.415
O	22.44	15.274	32.276	0.017	0.393	-0.14
O	24.376	15.815	25.227	-0.165	0.032	0.631
O	18.413	16.6	29.844	0.316	-0.182	0.079
O	33.56	4.14	29.477	0.138	0.275	0.037
O	18.644	18.25	27.762	0.184	-0.167	-0.033
O	59.133	10.751	29.428	0.28	-0.322	-0.416
O	20.279	10.14	27.271	-0.081	0.119	-0.217
O	23.333	12.767	27.475	-0.325	0.486	0.022
O	27.336	9.105	26.103	0.159	0.124	0.139
O	25.695	7.143	26.107	-0.276	0.134	0.245
O	1.553	14.559	23.159	-0.421	-0.47	0.248
O	28.454	2.482	28.531	-0.611	0.196	0.259
O	47.476	3.615	30.616	-0.617	0.064	0.182
O	9.374	17.83	23.543	-0.369	-0.187	0.058
O	12.3	3.206	27.62	-0.097	0.286	-0.106
O	17.309	4.699	32.228	0.234	0.202	-0.213
O	10.342	16.158	32.845	0.02	0.102	-0.434
O	14.2	12.788	32.011	0.126	0.283	-0.162
O	38.994	16.009	25.561	-0.028	-0.652	0.366
O	54.704	8.497	25.276	-0.233	-0.577	0.114
O	39.571	17.467	23.473	0.227	0.012	-0.463
O	32.12	10.557	25.027	0.032	-0.064	-0.222
O	31.191	8.051	25.096	0.265	-0.112	-0.252
O	38.231	6.402	28.084	-0.248	0.211	-0.127
O	40.999	11.804	28.006	0.128	0.542	0.608
O	-1.531	3.632	27.355	-0.562	-0.123	-0.331
O	9.21	3.624	25.196	-0.215	0.204	-0.542
O	50.624	14.873	25.839	0.204	-0.018	0.624
O	47.68	9.538	30.508	-0.319	0.208	0.465

Results
total energy: -406618.258 eV
total energy less fixed offsets of O -438.35, Si -107.03 eV per atom: -5.458 eV
